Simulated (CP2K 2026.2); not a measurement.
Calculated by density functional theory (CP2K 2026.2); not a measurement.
Periodic cell of 1982 atoms, Si1440O542, from a study of silicon, its oxide and their interface. The atomic structure is a simulated model.
Doubt: the forces sum to 4.62 eV/angstrom along one axis rather than to zero, so they err by at least 0.0023 eV/angstrom per atom on average; the grid cutoff is modest.

Settings
functional: PBE
method: Gaussian and plane waves
basis set: DZVP-MOLOPT-SR-GTH
pseudopotentials: GTH-PBE
grid cutoff: 300 Ry, relative cutoff 40 Ry
k points: Gamma only
occupations: fixed
spin: none
net charge: 0

Cell vectors (angstrom)
a	65.28	0	0
b	0	16.32	0
c	-3.8171	-3.6262	33.4435

Atoms and the computed forces on them: element, x, y, z (angstrom), force x, y, z (eV/angstrom)
Si	2.417	-0.906	2.454	0.284	0.408	0.4
Si	4.776	-0.256	0.596	0.072	-0.053	0.033
Si	2.341	6.562	1.691	0.057	-0.001	0.252
Si	4.449	-4.852	1.143	-0.36	0.331	0.346
Si	1.553	-7.101	2.787	-0.21	0.205	0.602
Si	3.605	-3.74	2.987	0.396	-0.42	-0.047
Si	6.764	-1.379	2.761	0.052	-0.13	0.593
Si	9.084	1.473	3.337	0.042	0.131	0.737
Si	6.823	3.465	2.668	-0.029	-0.08	0.02
Si	9.993	6.167	3.139	0.061	-0.024	0.189
Si	6.894	9.903	2.455	0.294	-0.35	0.619
Si	9.955	11.912	3.033	-0.03	-0.088	0.014
Si	12.524	-1.861	2.874	0.244	-0.216	0.546
Si	15.15	1.021	2.836	-0.04	0.015	0.698
Si	11.804	4.431	3.031	-0.255	0.262	0.327
Si	15.01	6.418	2.862	0.254	-0.253	0.371
Si	11.476	9.995	2.791	0.018	-0.012	0.024
Si	14.287	12.797	2.731	-0.07	0.021	-0.017
Si	17.374	-1.206	2.706	0.085	-0.051	0.513
Si	20.724	1.01	2.758	-0.016	0.014	-0.021
Si	18.98	5.619	3.97	0.302	0.165	0.421
Si	19.857	7.447	2.83	-0.034	0.038	-0.018
Si	18.098	9.067	2.877	0.119	-0.079	0.594
Si	20.543	12.111	2.633	-0.443	0.378	0.099
Si	22.458	-0.751	2.63	-0.146	0.132	0.542
Si	25.277	1.898	2.617	-0.051	0.076	0.62
Si	23.546	3.504	2.894	-0.002	-0.053	0
Si	26.081	6.557	2.689	0.006	0.103	0.701
Si	22.824	9.922	2.58	0.168	-0.081	0.687
Si	26.167	-4.347	2.878	-0.05	0.045	-0.006
Si	28.943	-1.53	2.607	-0.209	0.023	0.757
Si	31.858	1.103	2.921	0.014	-0.273	0.494
Si	28.341	4.357	2.366	0.19	-0.213	0.655
Si	31.989	-10.257	2.452	-0.004	0.015	-0.015
Si	27.827	-6.087	2.478	0.036	-0.119	0.021
Si	31.136	-3.73	2.575	0.102	-0.187	0.766
Si	33.518	-0.65	2.772	-0.139	0.074	0.609
Si	37.252	1.142	2.752	-0.306	0.111	0.707
Si	33.598	4.278	2.817	-0.017	-0.027	-0.021
Si	36.43	7.025	2.411	0.241	-0.287	0.761
Si	34.245	-7.022	2.533	-0.144	0.178	0.734
Si	37.335	-4.719	2.438	0.014	0.023	0.033
Si	39.319	-1.189	2.912	-0.01	-0.167	0.702
Si	-23.383	1.52	2.849	0.211	-0.02	0.699
Si	39.704	3.721	2.789	-0.084	0.234	0.611
Si	-22.801	6.673	2.77	-0.185	0.077	0.684
Si	39.202	-6.5	2.554	-0.243	0.209	0.341
Si	-22.778	-4.469	2.774	-0.013	0.173	0.657
Si	-20.095	-1.554	2.738	-0.196	0.115	0.684
Si	-16.215	2.588	4.056	-0.364	-0.449	0.415
Si	-20.786	4.301	2.447	-0.176	-0.383	0.685
Si	-15.963	-7.832	2.147	-0.054	-0.265	0.678
Si	-20.435	-6.563	2.834	0.435	-0.291	0.132
Si	-17.819	-3.73	2.82	0.09	-0.115	0.616
Si	-15.016	-0.959	2.925	-0.218	0.288	0.332
Si	-11.948	2.129	2.89	0.006	-0.181	0.812
Si	-14.113	4.401	2.622	0.018	0.608	-0.055
Si	-11.985	7.082	3.044	0.218	-0.098	0.538
Si	-13.38	-6.487	2.24	0.187	0.422	0.547
Si	-10.68	-3.443	2.019	-0.11	0.108	0.613
Si	-8.09	-1.708	1.39	0.001	0.025	0.149
Si	-6.496	2.094	2.821	-0.289	0.221	0.483
Si	-9.94	5.676	1.226	-0.093	-0.044	0.038
Si	-7.789	7.887	1.716	0.187	0.184	0.061
Si	-9.371	-6.188	2.791	-0.055	-0.14	0.674
Si	-6.029	-3.388	2.901	0.31	0.43	0.397
Si	-2.488	0.052	2.171	-0.456	0.384	0.113
Si	-0.977	1.93	2.14	0.346	-0.274	0.44
Si	-2.708	4.365	1.545	-0.085	0.155	0.033
Si	-0.759	6.649	1.376	-0.024	0.124	0.191
Si	-3.862	-5.604	2.556	0.403	0.121	0.51
Si	-0.303	-1.985	2.201	-0.08	-0.301	0.637
Si	3.111	0.409	4.278	-0.002	0.108	-0.094
Si	4.809	2.182	4.301	-0.148	-0.267	0.402
Si	2.004	4.815	4.162	-0.256	-0.153	0.523
Si	6.054	7.938	3.582	0.546	0.207	0.179
Si	2.526	-5.439	4.163	0.011	-0.101	-0.002
Si	5.374	-2.721	4.144	0.079	0.014	-0.058
Si	7.902	-0.14	4.418	0.003	-0.052	-0.013
Si	10.771	2.752	4.329	-0.019	-0.015	-0.033
Si	8.295	5.305	4.56	0.486	0.393	0.079
Si	10.768	8.153	4.196	-0.028	-0.003	-0.081
Si	8.143	10.95	4.158	-0.008	0.024	-0.017
Si	10.919	-2.768	4.313	0.073	0.097	0.049
Si	13.541	-0.119	4.09	-0.049	-0.017	-0.033
Si	16.132	2.71	4.154	-0.011	-0.051	-0.06
Si	13.466	5.449	4.318	-0.035	0.036	-0.012
Si	16.244	8.1	4.002	-0.026	-0.026	-0.013
Si	13.387	10.939	3.934	-0.003	-0.022	-0.051
Si	16.115	-2.698	4.028	0.043	-0.008	-0.074
Si	18.966	0.011	3.986	-0.003	0.019	-0.002
Si	21.777	2.606	4.129	-0.022	0.018	0.056
Si	16.499	4.509	2.675	-0.429	0.155	0.553
Si	21.723	8.325	3.93	0.02	-0.035	-0.038
Si	19.029	10.901	4.023	0.01	-0.006	-0.004
Si	21.658	-2.599	3.937	0.043	0.048	-0.031
Si	24.347	0.085	3.838	0.009	0.005	-0.075
Si	27.174	2.775	3.755	-0.004	0.015	-0.07
Si	24.504	5.368	3.968	-0.013	0.04	-0.036
Si	27.191	-8.022	3.824	-0.023	-0.005	0.019
Si	24.415	-5.374	4.001	-0.049	-0.046	-0.025
Si	27.312	-2.642	3.966	0.067	0.059	-0.07
Si	30.028	0.051	3.94	0.013	0.007	-0.036
Si	32.707	2.747	4.323	0.003	-0.07	0.109
Si	30.033	5.389	3.708	-0.004	0.002	0.004
Si	32.684	-8.307	3.724	0.025	-0.012	-0.007
Si	29.833	-5.373	3.695	0.009	0.049	-0.033
Si	32.69	-2.571	3.907	0.029	0.012	-0.061
Si	35.44	0.101	3.921	0.007	-0.051	-0.019
Si	38.249	2.635	4.24	0.035	-0.019	-0.03
Si	35.405	5.396	3.831	0.01	0.029	-0.072
Si	38.078	-8.19	3.789	-0.013	0.012	-0.032
Si	35.52	-5.494	3.823	0.005	0.016	-0.068
Si	38.108	-2.914	3.901	-0.006	0.003	-0.007
Si	-24.47	0.005	4.252	0.003	0.023	-0.042
Si	-21.707	2.75	3.988	-0.007	0.056	-0.106
Si	-24.426	5.437	3.946	0.022	-0.006	-0.016
Si	-21.579	-8.173	4.122	-0.046	-0.023	-0.008
Si	-24.437	-5.547	4.019	-0.022	0.014	0.014
Si	-21.684	-2.753	4.019	0.007	-0.004	-0.005
Si	-18.825	-0.048	4.032	0.042	0.031	-0.029
Si	-16.896	0.666	2.782	0.149	-0.094	0.679
Si	-18.699	5.587	4.274	-0.218	-0.167	0.774
Si	-16.484	-8.484	4.286	0.383	0.393	0.005
Si	-18.923	-5.356	4.169	0.04	0.036	-0.019
Si	-16.17	-2.634	4.14	0.028	0.029	-0.025
Si	-13.316	0.285	4.057	0.097	0.093	0.026
Si	-10.446	3.148	4.44	0.059	-0.047	-0.012
Si	-13.283	5.646	4.373	-0.001	0.032	-0.065
Si	-10.512	-7.899	4.182	0.078	0.118	0.064
Si	-12.979	-5.099	4.201	0.001	0.041	-0.106
Si	-11.316	-3.243	4.258	-0.028	-0.055	0.044
Si	-7.803	0.312	3.898	0.168	0.289	0.51
Si	-5.176	3.061	4.515	0.027	0.017	0.001
Si	-8.549	4.808	4.424	-0.024	0.086	0.098
Si	-5.562	8.387	3.963	0.009	-0.101	0.699
Si	-8.123	-5.207	4.446	-0.273	-0.335	0.138
Si	-4.919	-2.116	4.453	0.004	0.054	0.003
Si	-3.254	-0.386	4.359	-0.057	-0.057	0.025
Si	0.234	2.982	4.068	-0.002	0.007	0.012
Si	-3.532	4.847	4.303	-0.024	-0.126	0.578
Si	-0.188	8.152	3.967	0.312	0.322	0.32
Si	-2.408	-4.883	4.263	0.011	0.016	-0.051
Si	-0.664	-3.134	4.231	-0.038	-0.045	-0.062
Si	1.306	1.388	5.473	0.031	0.01	-0.013
Si	3.827	3.979	5.466	-0.002	-0.021	-0.004
Si	1.089	6.681	5.378	0.05	-0.023	-0.02
Si	3.94	9.489	5.399	-0.227	0.264	0.451
Si	1.105	-4.123	5.476	-0.001	0.039	-0.005
Si	4.059	-1.335	5.557	0.008	-0.014	0.034
Si	6.544	1.261	5.67	-0.01	0.117	0.008
Si	9.576	3.976	5.881	0.05	-0.043	-0.003
Si	6.891	6.847	5.521	0.016	0.092	-0.016
Si	9.37	9.474	5.539	0	-0.031	-0.014
Si	6.724	12.236	5.502	0.019	0.006	0.012
Si	9.447	-1.443	5.581	-0.029	-0.012	0.03
Si	12.185	1.274	5.462	0.042	0.02	-0.014
Si	14.786	3.979	5.583	0.012	0.048	0.003
Si	12.195	6.912	5.608	-0.04	-0.027	-0.02
Si	14.849	9.547	5.265	-0.003	0	-0.041
Si	12.241	12.176	5.611	0.013	-0.031	-0.032
Si	14.905	-1.367	5.53	-0.01	-0.035	-0.02
Si	17.677	1.435	5.378	0.015	-0.038	0.004
Si	20.356	4.125	5.246	-0.045	-0.004	-0.012
Si	17.558	6.77	5.461	0.065	-0.01	-0.056
Si	20.402	9.594	5.422	-0.056	-0.038	-0.017
Si	17.564	12.239	5.301	0.039	0.032	-0.002
Si	20.27	-1.37	5.381	-0.002	-0.008	-0.001
Si	23.129	1.297	5.473	0.006	0.007	-0.023
Si	25.919	4.083	5.315	-0.017	-0.048	-0.015
Si	23.083	6.818	5.201	-0.005	0.038	-0.027
Si	25.767	-6.824	5.289	0.015	-0.005	-0.037
Si	23.084	-3.942	5.298	-0.026	-0.001	0.027
Si	25.805	-1.285	5.167	-0.051	-0.013	0.012
Si	28.533	1.405	5.163	0	0.015	-0.014
Si	31.167	4.1	5.372	-0.014	0.045	-0.051
Si	28.685	6.889	5.092	-0.011	-0.041	-0.074
Si	31.254	-6.845	5.009	-0.026	0.018	-0.049
Si	28.636	-4.055	5.292	0.019	0.005	-0.022
Si	31.339	-1.312	5.367	0.032	0.013	-0.036
Si	34.203	1.404	5.471	0.016	-0.027	-0.027
Si	36.77	4.098	5.301	-0.019	-0.004	0.031
Si	34.046	6.774	5.234	0.018	-0.012	0.012
Si	36.774	-6.857	5.278	-0.008	-0.008	0.008
Si	34.111	-4.046	5.124	-0.005	-0.026	-0.003
Si	36.726	-1.45	5.239	0.042	0.078	-0.053
Si	-25.758	1.325	5.65	0.002	-0.014	0.041
Si	-23.069	4.091	5.389	0.008	0.001	0.004
Si	-25.828	6.806	5.241	0.015	0.041	0.011
Si	-23.071	-6.874	5.413	0.037	-0.008	0.04
Si	-25.743	-4.106	5.358	-0.017	0.017	-0.021
Si	-23.017	-1.396	5.416	0.011	-0.008	0.027
Si	-20.263	1.38	5.31	0.01	-0.025	-0.016
Si	-17.545	3.963	5.492	0.03	0.019	-0.042
Si	-20.273	6.807	5.533	-0.003	-0.043	-0.024
Si	-17.601	-6.796	5.498	-0.02	0.009	0.002
Si	-20.336	-4.039	5.497	-0.008	0.011	0.031
Si	-17.579	-1.366	5.545	0.002	0.037	0.017
Si	-14.776	1.424	5.527	-0.042	0.03	-0.063
Si	-12.078	4.196	5.738	-0.017	0.007	0
Si	-14.867	6.804	5.622	0.017	-0.004	0.004
Si	-12.044	-6.751	5.604	0.01	-0.011	0.002
Si	-14.812	-4.103	5.397	-0.007	-0.044	0.004
Si	-12.222	-1.353	5.397	0.05	0.03	-0.027
Si	-9.402	1.324	5.463	0.057	-0.035	0.002
Si	-6.866	4	5.826	0.002	-0.017	0.033
Si	-9.375	6.81	5.505	0.005	-0.103	-0.031
Si	-6.777	-6.722	5.592	0.015	-0.055	-0.082
Si	-9.645	-4.039	5.726	-0.046	0.007	-0.008
Si	-6.764	-1.152	5.529	-0.073	0.013	-0.048
Si	-4.143	1.34	5.689	-0.03	-0.009	0.021
Si	-1.522	4	5.384	0.032	0.037	0.011
Si	-4.359	6.796	5.374	0.029	0.018	-0.045
Si	-1.475	-6.762	5.401	-0.069	0.013	-0.027
Si	-4.023	-3.913	5.686	0.044	-0.03	0.005
Si	-1.548	-1.435	5.614	0.03	0.064	-0.024
Si	-0.067	-0.021	6.793	0.006	0.008	0.014
Si	2.574	2.695	6.97	-0.053	-0.023	-0.001
Si	-0.245	5.412	6.826	-0.004	-0.03	-0.025
Si	2.573	8.055	6.709	0.019	0.008	0.001
Si	-0.113	-5.521	6.896	0.02	-0.021	0
Si	2.57	-2.732	6.763	0.028	-0.037	-0.014
Si	5.313	-0.089	7.079	0.015	0.012	0.002
Si	8.012	2.626	6.966	-0.027	-0.048	-0.012
Si	5.324	5.432	6.682	-0.01	-0.037	0.008
Si	8.091	8.186	6.98	0.001	-0.05	0.052
Si	5.347	10.816	6.796	-0.049	-0.036	-0.033
Si	8.085	-2.788	6.919	-0.015	-0.026	0.002
Si	10.811	-0.036	6.867	0.011	-0.021	-0.003
Si	13.476	2.624	6.912	-0.034	0.019	0.021
Si	10.895	5.508	7.011	-0.016	0.064	-0.015
Si	13.614	8.243	6.84	0.051	0.007	0.001
Si	10.806	10.816	6.872	-0.011	0.03	-0.047
Si	13.593	-2.748	6.905	0.025	0.011	-0.001
Si	16.316	0.046	6.767	-0.019	0.039	-0.019
Si	19.051	2.776	6.705	0.036	0.016	0.012
Si	16.232	5.388	6.82	0.026	-0.018	0.002
Si	19.003	8.172	6.721	0.001	0.003	-0.011
Si	16.239	10.865	6.679	-0.026	-0.009	0.008
Si	18.932	-2.744	6.711	0.011	-0.004	0.013
Si	21.71	-0.056	6.742	0.028	-0.015	0
Si	24.538	2.725	6.69	0.019	-0.004	0.008
Si	21.735	5.473	6.609	0.006	-0.012	0.016
Si	24.44	-8.186	6.633	-0.034	0.011	0.035
Si	21.768	-5.344	6.705	0.003	0.009	0.004
Si	24.502	-2.641	6.621	0.013	-0.016	0.011
Si	27.186	0.042	6.552	-0.006	0.004	0.012
Si	29.837	2.71	6.659	0.003	-0.012	0.018
Si	27.297	5.515	6.547	0.034	0.037	-0.014
Si	29.981	-8.121	6.539	-0.005	-0.018	0.029
Si	27.197	-5.43	6.583	0.021	0.012	-0.028
Si	29.981	-2.717	6.672	-0.029	0.027	0.008
Si	32.733	0.023	6.701	-0.012	0.005	0.039
Si	35.49	2.784	6.783	-0.001	0.007	0.032
Si	32.646	5.457	6.622	0.006	0.02	-0.033
Si	35.388	-8.191	6.633	0.046	-0.011	0.002
Si	32.671	-5.457	6.409	-0.003	-0.012	0.025
Si	35.385	-2.756	6.643	-0.031	0.037	-0.012
Si	-27.21	-0.115	6.746	-0.022	-0.006	-0.011
Si	-24.369	2.755	6.845	0	0.021	0.001
Si	-27.156	5.466	6.657	0.007	-0.01	0.01
Si	-24.465	-8.221	6.714	0.002	-0.011	0.009
Si	-27.138	-5.488	6.666	-0.002	-0.022	-0.034
Si	-24.407	-2.747	6.755	-0.012	0.003	-0.011
Si	-21.635	0.01	6.72	0.013	0.034	-0.013
Si	-18.99	2.692	6.813	-0.007	0.011	0.014
Si	-21.711	5.432	6.79	-0.003	-0.015	0.003
Si	-18.963	-8.124	6.893	-0.004	-0.022	0.028
Si	-21.722	-5.459	6.781	-0.005	0.023	-0.036
Si	-18.971	-2.707	6.877	0.01	-0.016	0
Si	-16.211	0.046	6.853	-0.044	-0.025	0.006
Si	-13.506	2.782	6.954	-0.001	-0.041	0.024
Si	-16.221	5.365	6.897	-0.051	-0.005	0.033
Si	-13.513	-8.091	6.906	-0.007	0.029	0.023
Si	-16.198	-5.427	6.802	0.009	-0.031	0.031
Si	-13.582	-2.675	6.838	0.001	0.004	-0.018
Si	-10.816	-0.04	6.8	0.005	0.012	-0.008
Si	-8.172	2.576	7.073	-0.008	-0.029	-0.015
Si	-10.771	5.594	7.025	0.051	-0.003	0.017
Si	-8.079	-8.165	6.943	0.04	0.009	-0.024
Si	-10.847	-5.449	7.116	0.001	-0.004	-0.04
Si	-8.17	-2.585	6.855	0.043	0.028	0.005
Si	-5.528	0.082	7.075	0.024	-0.011	0.006
Si	-2.698	2.669	6.934	0.004	0.026	-0.009
Si	-5.552	5.531	6.992	0.001	0.026	-0.028
Si	-2.889	8.156	6.723	0.005	0.009	-0.018
Si	-5.432	-5.343	6.915	-0.011	0.034	0.053
Si	-2.75	-2.687	7.16	-0.006	0.013	-0.003
Si	1.388	-1.346	19.012	0.007	0.01	-0.026
Si	4.107	1.368	19.121	-0.012	0.002	-0.001
Si	1.416	4.092	19.077	0.004	0.004	0.003
Si	4.149	6.831	19.13	-0.032	0.008	0.01
Si	1.39	-6.825	19.083	-0.006	0.023	0.006
Si	4.12	-4.153	19.056	-0.009	0.005	-0.022
Si	6.82	-1.404	19.052	-0.022	-0.011	-0.013
Si	9.591	1.385	19.027	0.012	0.033	0.005
Si	6.837	4.087	19.118	0.002	0.015	0.017
Si	9.503	6.747	19.059	-0.017	-0.016	-0.004
Si	6.846	9.469	19.149	-0.039	0.029	0.009
Si	9.523	-4.113	19.092	0.001	-0.047	0.002
Si	12.279	-1.381	18.958	0.016	-0.019	-0.003
Si	15.013	1.321	18.933	-0.005	-0.015	0.013
Si	12.231	4.03	18.999	0.013	-0.034	0.002
Si	15.028	6.768	18.858	-0.008	0.005	-0.03
Si	12.239	9.501	18.931	0.017	-0.001	-0.025
Si	15.05	-4.065	18.918	0.022	0	0.009
Si	17.718	-1.402	18.923	-0.031	0.001	0.047
Si	20.559	1.386	18.869	0.009	-0.012	-0.017
Si	17.802	4.114	18.857	-0.028	-0.019	-0.007
Si	20.53	6.828	18.922	0.03	0.016	0.002
Si	17.779	9.516	18.878	0.005	-0.003	-0.004
Si	20.489	-4.094	18.896	-0.013	-0.002	-0.01
Si	23.182	-1.37	18.943	-0.022	0.012	0.008
Si	25.903	1.338	18.938	0.026	-0.007	-0.005
Si	23.192	4.061	18.921	-0.009	-0.005	-0.001
Si	25.912	-9.525	18.914	0.009	0.027	0
Si	23.178	-6.812	18.948	-0.007	-0.006	0.001
Si	25.87	-4.097	18.904	-0.012	-0.009	0.016
Si	28.576	-1.296	18.885	0.016	0	-0.01
Si	31.298	1.371	18.939	-0.007	-0.008	0.007
Si	28.568	4.085	18.938	0.01	0.024	0.022
Si	31.15	-9.582	18.807	-0.04	-0.013	0
Si	28.541	-6.832	18.88	-0.045	0.003	0.024
Si	31.286	-4.03	18.804	-0.022	-0.002	-0.025
Si	33.964	-1.369	18.883	-0.001	-0.001	-0.008
Si	36.678	1.355	18.955	0.012	0.013	-0.017
Si	33.956	4.08	18.982	-0.014	0.008	0.011
Si	36.618	-9.517	19	-0.024	0	-0.004
Si	33.893	-6.789	18.764	0.003	0.006	0.012
Si	36.637	-4.054	18.827	-0.002	-0.003	0.006
Si	-25.92	-1.314	18.871	0.006	0.053	-0.014
Si	-23.187	1.366	19	-0.006	-0.037	0.005
Si	-25.936	4.071	19.029	-0.001	-0.013	0.016
Si	-23.256	-9.552	19.06	-0.003	0.019	0.005
Si	-25.965	-6.813	19.016	0.005	0.033	-0.005
Si	-23.265	-4.111	19.052	-0.034	0.013	0.028
Si	-20.451	-1.379	19.081	0.035	-0.028	0.029
Si	-17.684	1.394	19.196	-0.026	0.029	0.009
Si	-20.445	4.107	19.115	0.023	0.028	-0.001
Si	-17.747	-9.488	19.217	-0.024	-0.01	-0.009
Si	-20.46	-6.809	19.117	-0.02	0.015	-0.008
Si	-17.764	-4.091	19.093	0.006	-0.013	-0.02
Si	-15.043	-1.295	19.244	-0.022	0.006	-0.031
Si	-12.281	1.452	19.195	0.023	0.008	-0.025
Si	-15.016	4.151	19.255	0.037	0.006	0.01
Si	-12.282	-9.439	19.299	-0.021	0.022	0.015
Si	-14.979	-6.797	19.252	-0.012	0.024	-0.01
Si	-12.321	-4.068	19.238	-0.032	0.003	-0.005
Si	-9.583	-1.381	19.093	-0.045	0.016	0.008
Si	-6.854	1.39	19.123	0.022	0.005	-0.006
Si	-9.546	4.115	19.306	0.006	-0.02	0.005
Si	-6.809	6.839	19.233	0.013	-0.049	-0.013
Si	-9.546	-6.738	19.252	-0.035	-0.003	0.006
Si	-6.752	-4.012	19.18	0.01	0.009	0.004
Si	-4.101	-1.391	19.15	-0.011	-0.023	-0.006
Si	-1.33	1.327	19.007	0.038	-0.021	-0.006
Si	-4.026	4.133	18.971	0.033	0.005	-0.028
Si	-1.345	6.804	19.093	0.003	0.001	-0.008
Si	-4.087	9.529	19.18	0.046	-0.025	0.001
Si	-1.426	-4.125	19.118	-0.013	-0.026	0.017
Si	2.7	-0.001	20.433	-0.023	-0.02	-0.009
Si	5.509	2.71	20.486	-0.009	-0.072	-0.006
Si	2.714	5.533	20.434	-0.002	-0.014	-0.031
Si	5.546	8.103	20.593	0.05	-0.012	-0.036
Si	2.857	-5.583	20.437	0.007	-0.023	-0.001
Si	5.453	-2.78	20.399	-0.003	-0.006	0.003
Si	8.218	0.004	20.312	-0.033	-0.011	-0.072
Si	10.932	2.693	20.483	-0.006	0.01	0.047
Si	8.149	5.459	20.538	-0.028	0.03	0.008
Si	10.913	8.125	20.311	0.011	0.029	-0.018
Si	8.19	10.836	20.521	0.028	0.023	0.043
Si	10.938	-2.714	20.356	0.011	0.039	0.002
Si	13.664	-0.066	20.31	0.04	0.02	-0.009
Si	16.401	2.772	20.147	0.01	-0.029	-0.013
Si	13.627	5.457	20.209	-0.018	0.021	-0.004
Si	16.46	8.075	20.162	0.014	0.033	0.017
Si	13.643	10.889	20.181	-0.025	0.019	-0.041
Si	16.379	-2.747	20.373	-0.061	-0.006	-0.026
Si	19.191	-0.024	20.106	0.042	0.046	-0.027
Si	21.861	2.724	20.341	-0.03	0.009	-0.013
Si	19.224	5.41	20.237	0.021	0.005	0.013
Si	21.81	8.201	20.368	-0.02	-0.016	0.022
Si	19.098	10.91	20.246	-0.007	0.009	-0.035
Si	21.862	-2.794	20.29	-0.014	0.017	0.033
Si	24.527	0.005	20.317	-0.007	-0.019	0.014
Si	27.277	2.677	20.31	0.004	-0.004	0.033
Si	24.563	5.424	20.246	-0.025	-0.04	0.016
Si	27.251	-8.2	20.344	0.019	0.013	-0.016
Si	24.586	-5.51	20.308	0.02	-0.011	-0.042
Si	27.15	-2.613	20.197	0.001	-0.015	0.031
Si	29.965	-0.002	20.303	-0.024	-0.025	-0.002
Si	32.623	2.707	20.37	0.018	-0.006	0.008
Si	29.862	5.476	20.345	0.006	0.027	-0.012
Si	32.457	-8.141	20.026	0.005	-0.003	-0.006
Si	29.915	-5.386	20.098	0.014	0.012	-0.028
Si	32.56	-2.672	20.245	0.002	0.02	-0.003
Si	35.3	-0.021	20.259	0.005	-0.003	0.004
Si	38.027	2.659	20.396	0.011	-0.013	-0.005
Si	35.285	5.436	20.391	0.008	-0.028	-0.025
Si	37.852	-8.067	20.391	0.008	0.032	-0.032
Si	35.193	-5.386	20.096	-0.002	0.037	-0.035
Si	37.997	-2.68	20.159	0.006	0.017	0.048
Si	-24.643	0.048	20.297	-0.032	-0.043	-0.035
Si	-21.817	2.686	20.376	0.004	0.045	0.025
Si	-24.683	5.468	20.448	-0.043	-0.004	0.044
Si	-21.864	-8.216	20.392	-0.006	-0.015	-0.012
Si	-24.633	-5.497	20.44	0.025	0.028	0.003
Si	-21.92	-2.71	20.373	-0.041	-0.002	-0.019
Si	-19.007	-0.089	20.462	0.006	0.008	-0.045
Si	-16.389	2.805	20.633	0.005	-0.003	0.05
Si	-19.139	5.471	20.564	-0.01	-0.028	-0.011
Si	-16.346	-8.17	20.608	0.01	0.008	-0.017
Si	-19.084	-5.447	20.489	0.024	0.016	0.062
Si	-16.494	-2.708	20.491	0.017	0.062	-0.017
Si	-13.635	0.118	20.563	-0.008	-0.011	0.032
Si	-10.952	2.751	20.662	-0.03	-0.071	0.055
Si	-13.689	5.541	20.662	0.001	0.03	-0.015
Si	-10.921	-8.048	20.677	-0.009	0.008	0.009
Si	-13.67	-5.41	20.663	0.028	-0.012	0.023
Si	-10.95	-2.665	20.523	0.015	0.029	0.007
Si	-8.199	-0.062	20.412	-0.046	-0.001	0.015
Si	-5.381	2.813	20.283	-0.009	-0.063	-0.057
Si	-8.141	5.496	20.646	0.01	0.011	0.039
Si	-5.401	8.172	20.586	0.012	0.053	0.049
Si	-8.083	-5.378	20.518	-0.005	-0.013	0.003
Si	-5.405	-2.7	20.64	0.011	0.033	0.029
Si	-2.683	-0.006	20.382	0.012	-0.015	-0.038
Si	0.087	2.622	20.333	0.008	0.017	-0.008
Si	-2.677	5.396	20.408	-0.029	-0.008	0.007
Si	-0.047	-8.093	20.438	-0.019	-0.017	-0.027
Si	-2.742	-5.478	20.592	0.024	0.016	-0.012
Si	-0.01	-2.698	20.292	0.019	0.037	-0.074
Si	1.324	1.313	21.842	-0.038	-0.039	0.025
Si	4.103	4.166	21.716	0.015	0.08	0.022
Si	1.32	6.933	21.771	0.05	-0.005	0.06
Si	4.206	-6.895	21.994	-0.064	0.041	0.124
Si	1.36	-4.148	21.457	-0.035	0.022	0.007
Si	4.083	-1.393	21.697	0.063	0.01	-0.045
Si	6.947	1.281	21.786	-0.003	0.008	0.064
Si	9.538	4.107	21.842	0.014	-0.024	-0.002
Si	6.875	6.787	22.112	-0.003	0.032	0.067
Si	9.624	9.398	21.786	-0.066	0.001	0
Si	6.741	-4.116	21.848	-0.014	-0.045	-0.041
Si	9.573	-1.298	21.677	0.005	0.001	0.022
Si	12.359	1.233	21.748	0.006	0.032	-0.024
Si	14.99	4.09	21.484	0.026	-0.047	0.03
Si	12.327	6.813	21.621	0.013	-0.018	-0.014
Si	15.039	9.462	21.359	-0.043	-0.025	-0.004
Si	12.354	-4.099	21.626	0.054	-0.021	0.007
Si	14.983	-1.396	21.736	-0.045	-0.031	-0.012
Si	17.904	1.452	21.335	0.021	0.015	-0.016
Si	20.561	4.135	21.726	0.021	-0.016	-0.011
Si	17.862	6.753	21.539	-0.069	0.016	0.049
Si	20.367	9.607	21.695	0.016	0.003	0.034
Si	17.772	-4.126	21.704	0.044	0.008	-0.018
Si	20.429	-1.407	21.534	-0.079	-0.009	-0.024
Si	23.23	1.382	21.721	0.024	-0.005	-0.036
Si	25.906	4.058	21.615	0.006	0.036	-0.022
Si	23.252	6.792	21.626	0.025	0.051	0.007
Si	25.928	-6.858	21.738	-0.013	0.012	0.027
Si	23.238	-4.185	21.667	-0.019	0.006	0.031
Si	25.798	-1.389	21.719	-0.012	-0.047	-0.013
Si	28.654	1.326	21.705	0.02	0.017	-0.034
Si	31.225	4.106	21.675	0.013	-0.03	0.023
Si	28.557	-9.508	21.846	0.018	-0.002	0.015
Si	31.181	-6.794	21.446	-0.048	-0.028	-0.001
Si	28.62	-3.941	21.369	0.033	0.006	-0.007
Si	31.301	-1.338	21.722	-0.013	0.036	-0.046
Si	33.967	1.249	21.697	0.001	0	-0.008
Si	36.629	3.955	21.748	-0.045	0.008	0.043
Si	33.789	-9.369	21.45	0.001	0.047	0.058
Si	36.395	-6.628	21.647	0.027	-0.032	0.102
Si	33.87	-4.095	21.518	-0.005	-0.079	0.036
Si	36.66	-1.396	21.581	0.019	-0.01	-0.004
Si	39.364	1.294	21.853	-0.012	0.01	0.025
Si	-23.271	4.005	21.671	0.002	0.021	0.027
Si	39.121	-9.433	21.798	0.03	-0.051	0.115
Si	-23.202	-6.904	21.762	-0.054	0.004	0.023
Si	39.16	-4.069	21.627	0.003	-0.036	0.023
Si	-23.378	-1.334	21.644	-0.003	-0.028	0.007
Si	-20.426	1.254	21.67	0.031	0.032	0.11
Si	-17.797	4.164	22.011	0.008	0.013	-0.032
Si	-20.586	-9.518	21.875	-0.004	-0.005	-0.025
Si	-17.691	-6.783	21.921	0.031	0.028	0.075
Si	-20.561	-4.075	21.701	0.028	0.013	0.047
Si	-17.813	-1.458	22.014	-0.004	-0.02	0.065
Si	-14.885	1.566	21.981	0.311	0.286	-0.457
Si	-12.285	4.239	22.009	-0.011	-0.009	-0.034
Si	-15.087	-9.5	22.136	-0.011	-0.021	0.018
Si	-12.287	-6.695	22.126	0.004	0.031	-0.006
Si	-15.144	-3.998	21.875	0.03	-0.054	0.055
Si	-12.322	-1.308	21.906	0.054	0.006	-0.041
Si	-9.658	1.098	21.818	-0.382	-0.274	-0.401
Si	-6.51	4.186	21.774	0.013	0.038	0.068
Si	-9.483	6.943	22.009	0.043	-0.007	-0.017
Si	-6.735	9.61	21.937	-0.002	-0.01	-0.002
Si	-9.429	-3.935	21.778	-0.015	0.037	-0.02
Si	-6.784	-1.222	21.911	0.037	0.061	-0.028
Si	-4.043	1.465	21.596	0.011	-0.038	0.066
Si	-1.26	3.962	21.623	-0.032	-0.015	0.016
Si	-3.947	6.76	21.841	0.055	-0.012	0.023
Si	-1.387	-6.869	21.963	-0.024	-0.041	0.026
Si	-4.049	-4.13	22.023	-0.052	0.024	0.018
Si	-1.306	-1.356	21.717	0.027	-0.003	0.031
Si	-0.1	-0.005	23.249	0.02	0.062	0.117
Si	2.737	2.776	22.997	0.019	-0.018	0.013
Si	-0.015	5.408	22.92	0.018	0.051	-0.034
Si	2.684	8.105	23.332	-0.063	-0.006	-0.018
Si	0.087	-5.368	22.969	-0.04	0.039	0.035
Si	2.636	-2.818	22.827	-0.009	0.012	0.107
Si	5.492	-0.115	23.057	0.003	-0.025	0.07
Si	8.239	2.684	23.249	-0.002	-0.008	0.066
Si	5.336	5.363	23.371	0.035	0.024	0.06
Si	8.421	8.173	23.444	0.006	-0.004	0.06
Si	5.527	-5.453	23.448	0.062	0.012	-0.012
Si	8.203	-2.678	22.975	-0.011	-0.036	0.065
Si	10.944	-0.073	23.163	-0.002	0.006	0.026
Si	13.803	2.672	22.934	-0.005	-0.009	0.018
Si	11.035	5.505	23.053	0.023	-0.017	0.037
Si	13.77	8.191	22.835	-0.038	0.065	0.058
Si	11.086	10.774	22.979	0.071	-0.02	0.003
Si	11.739	-1.957	24.422	0.236	0.161	-0.834
Si	16.547	0.128	22.612	0.029	-0.118	-0.086
Si	19.129	2.72	22.922	-0.007	-0.019	0.058
Si	16.41	5.407	22.779	-0.025	-0.044	-0.031
Si	19.027	8.166	23.029	-0.033	0.052	-0.001
Si	16.326	10.704	22.814	-0.028	-0.029	0.026
Si	19.132	-2.718	23.045	-0.036	0.075	0.055
Si	21.846	-0.126	22.878	-0.018	-0.032	0.043
Si	24.586	2.796	23.091	-0.035	-0.023	0.041
Si	21.964	5.497	23.12	0.013	-0.043	0.072
Si	24.595	8.027	23.133	0.084	0	0.045
Si	21.824	10.886	23.077	-0.021	0.066	0.032
Si	24.512	-2.866	23.153	0.013	-0.032	0.007
Si	27.231	-0.039	23.004	0.014	0.009	0
Si	30.019	2.685	23.121	0.022	-0.043	-0.033
Si	27.188	5.319	23.126	0.032	0.029	-0.014
Si	29.826	-7.873	23.073	-0.373	0.246	-0.399
Si	27.393	-5.301	22.73	-0.032	-0.02	-0.026
Si	29.953	-2.812	22.935	0.075	-0.062	0.035
Si	32.751	-0.143	23.176	-0.028	-0.013	0.007
Si	35.48	2.355	23.094	0.043	-0.07	0.027
Si	32.578	5.585	22.892	-0.461	0.281	-0.229
Si	34.544	-7.559	22.754	-0.257	0.272	-0.564
Si	32.764	-5.744	22.799	0.102	0.001	0.005
Si	35.496	-3.021	22.81	-0.005	0.001	0.029
Si	38.064	-0.25	23.124	-0.034	0	0.089
Si	40.776	2.675	23.2	-0.026	-0.032	0.052
Si	37.903	5.316	23.15	0.427	-0.178	-0.357
Si	40.634	-8.181	23.127	0.3	-0.373	-0.262
Si	37.238	-4.795	22.847	0.033	-0.018	-0.086
Si	40.575	-2.79	22.965	0.064	-0.008	0.043
Si	-21.966	0.02	22.915	-0.03	-0.039	-0.004
Si	-19.189	2.618	23.135	-0.352	0.334	-0.441
Si	-21.985	5.311	23.117	0.001	0.01	-0.014
Si	-19.175	-8.129	23.173	-0.006	-0.008	0.036
Si	-21.791	-5.521	23.064	0.047	-0.058	0.062
Si	-19.391	-2.731	23.229	-0.001	0.066	0.06
Si	-15.993	-0.835	23.46	-0.099	-0.552	-0.433
Si	-13.65	2.923	23.429	-0.004	0.055	0.03
Si	-16.495	5.459	23.606	-0.114	-0.031	0.056
Si	-13.694	-8.128	23.504	0.285	-0.202	-0.344
Si	-16.538	-5.21	23.353	0.018	-0.031	-0.051
Si	-14.123	-2.248	23.059	-0.201	0.007	-0.501
Si	-10.897	-0.147	23.392	-0.061	-0.009	0.039
Si	-7.356	2.712	23.283	0.307	0.265	-0.315
Si	-10.88	5.61	23.321	-0.009	0.036	0.14
Si	-8.091	8.314	23.354	-0.093	0.041	0.033
Si	-10.697	-5.226	23.215	0.178	-0.502	-0.164
Si	-8.118	-2.612	23.249	0.033	0.024	0.04
Si	-5.451	0.369	23.08	0.141	-0.357	-0.164
Si	-2.654	2.703	23.003	0.052	-0.03	0.019
Si	-5.253	5.483	23.304	0.037	0.058	0.032
Si	-2.646	-8.366	23.395	0.038	-0.043	0.04
Si	-5.376	-5.504	23.483	-0.003	0.032	0.099
Si	-2.603	-2.668	23.166	-0.004	-0.028	-0.003
Si	0.915	-1.905	24.16	-0.254	-0.091	-0.652
Si	4.55	1.791	24.055	0.281	0.11	-0.62
Si	1.683	4.474	24.221	0.267	0.075	-0.468
Si	3.384	6.165	24.591	-0.074	-0.013	0.051
Si	1.804	-6.224	24.322	0.243	0.01	-0.561
Si	3.476	-4.485	24.255	0.099	-0.213	-0.528
Si	6.825	-1.5	24.482	0.034	0.038	-0.693
Si	10.066	1.72	24.482	-0.243	-0.134	-0.696
Si	6.279	3.439	24.404	-0.041	-0.011	-0.685
Si	10.057	6.854	24.75	-0.053	0.163	-0.785
Si	7.421	-6.386	24.777	-0.361	-0.439	-0.028
Si	9.583	-4.179	24.093	-0.031	-0.03	-0.517
Si	13.621	-2.818	23.175	0.029	0.031	0.051
Si	15.737	1.85	23.958	-0.006	0.103	0.072
Si	12.328	3.954	24.198	0.127	0.005	-0.658
Si	15.388	7.054	24.082	-0.007	-0.064	0.105
Si	12.97	9.964	24.181	0.081	0.094	-0.635
Si	14.689	-4.67	24.19	-0.243	-0.052	-0.534
Si	17.955	-0.954	24.13	-0.117	-0.388	-0.752
Si	20.304	1.069	24.113	0.097	0.21	-0.762
Si	17.314	3.683	24.089	-0.15	-0.232	-0.52
Si	20.974	7.377	24.137	0.235	0.021	-0.569
Si	17.012	8.905	24.213	0.037	-0.213	-0.479
Si	20.914	-3.612	24.342	0.018	0.002	0.03
Si	22.724	-1.808	24.292	-0.194	-0.364	-0.466
Si	26.108	1.529	24.367	-0.013	-0.083	-0.652
Si	23.72	4.558	24.458	0.176	0.27	-0.563
Si	25.519	6.273	24.539	-0.015	0.066	0.017
Si	22.787	9.028	24.249	0.049	-0.035	0.076
Si	26.313	-3.993	24.284	-0.309	-0.059	-0.64
Si	28.369	-1.63	24.303	0.25	0.05	-0.629
Si	31.673	1.597	24.491	0.02	-0.209	-0.647
Si	28.362	3.718	24.465	0.386	0.422	-0.075
Si	31.719	6.681	24.735	0.212	-0.244	-0.523
Si	29.011	-6.034	24.261	0.061	-0.031	-0.016
Si	31.037	-4.606	24.102	-0.372	-0.197	-0.498
Si	34.375	-1.534	24.372	-0.136	-0.124	-0.731
Si	36.518	0.765	24.525	0.228	0.185	-0.684
Si	34.188	3.503	24.574	0.215	-0.366	-0.333
Si	-29.071	5.37	25.78	-0.013	-0.062	-0.19
Si	-30.812	7.79	25.648	0.012	-0.082	0.001
Si	-27.673	-4.536	25.089	-0.116	-0.141	-0.549
Si	39.09	-1.853	24.528	0.391	0.277	-0.102
Si	42.592	1.717	24.412	-0.006	0.048	0.056
Si	39.746	4.46	24.318	0.008	0.088	0.008
Si	41.451	-10.125	24.301	-0.258	-0.088	-0.595
Si	-25.05	-6.084	25.351	-0.001	0.081	-0.187
Si	42.131	-4.029	24.152	-0.098	-0.092	-0.748
Si	-21.178	-1.63	24.373	0.344	0.101	-0.68
Si	-17.364	2.315	25.554	0.531	0.374	-0.139
Si	-21.044	3.484	24.303	0.026	-0.101	0.015
Si	-18.21	-9.569	24.802	0.256	-0.028	-0.748
Si	-19.97	-6.26	24.408	0.076	0.174	-0.485
Si	-18.412	-4.359	24.567	0.005	-0.015	0.047
Si	-16.816	-0.637	26.502	0.053	0.052	-0.098
Si	-11.828	1.772	24.39	-0.219	-0.263	-0.695
Si	-15.376	3.768	24.965	-0.066	0	0.113
Si	-12.264	6.867	24.766	0.018	-0.073	-0.706
Si	-14.876	-5.785	24.909	-0.404	0.072	-0.271
Si	-12.576	-3.769	25.053	0.017	0.095	-0.018
Si	-9.222	-1.255	24.871	-0.195	-0.049	-0.66
Si	-8.248	1.001	26.786	-0.055	-0.202	-0.115
Si	-9.669	4.133	24.629	-0.259	0.439	-0.426
Si	-6.386	7.196	24.532	-0.004	-0.063	0.023
Si	-9.178	10.001	24.671	-0.451	-0.424	-0.234
Si	-6.97	-4.117	24.627	0.269	-0.088	-0.646
Si	-3.71	-0.846	24.193	0.174	0.35	-0.571
Si	-2.035	0.897	24.412	0.029	-0.231	-0.528
Si	-3.481	4.349	24.465	0.171	0.27	-0.452
Si	-1.641	6.038	24.531	-0.038	-0.014	0.012
Si	-4.531	-7.525	24.587	0.034	0.047	-0.05
Si	-0.73	-3.643	24.348	0.007	0.228	-0.532
Si	4.068	0.326	26.62	0.13	-0.101	0.027
Si	8.765	6.181	27.204	0.007	-0.059	0.012
Si	7.128	3.795	27.441	-0.06	-0.085	-0.045
Si	8.499	4.221	-2.915	0.129	-0.04	-0.07
Si	0.18	-5.346	26.773	0.03	0.226	-0.223
Si	12.206	1.456	28.421	0.002	-0.112	0.016
Si	6.375	-3.006	27.039	0.027	0.085	-0.138
Si	10.954	-6.94	0.535	0.185	0.154	0.817
Si	12.091	6.779	-2.295	0.025	0.011	0.223
Si	2.638	6.53	26.854	0.278	-0.277	-0.579
Si	7.138	-4.544	-2.668	-0.037	0.022	-0.004
Si	13.228	-0.636	26.662	0.058	0.065	0.038
Si	9.309	7.147	-3.327	0.069	0.14	0.02
Si	19.199	13.115	0.909	0.326	-0.2	0.59
Si	15.595	-1.959	-1.673	0.076	0.033	0.061
Si	17.872	7.513	28.324	-0.083	-0.017	-0.087
Si	17.596	2.804	-3.966	-0.095	0.076	0.088
Si	15.898	0.298	25.646	0.153	0.388	-0.398
Si	23.144	-2.056	-0.218	-0.652	-0.144	-0.291
Si	17.417	1.961	27.743	-0.099	0.015	-0.103
Si	22.685	1.369	28.565	-0.044	0.117	0
Si	22.572	-5.301	-2.206	0.119	0.07	0.007
Si	17.061	-3.572	-4.019	0.001	0.025	-0.117
Si	16.714	-5.252	26.312	-0.157	-0.067	-0.105
Si	30.728	2.683	-2.866	0.029	0.001	0.034
Si	28.21	-4.225	28.178	0.01	-0.037	0.104
Si	21.704	1.995	-1.324	0.009	0.097	0.125
Si	20.419	2.091	26.915	-0.097	-0.011	0.032
Si	20.127	-7.603	26.5	0.119	-0.171	-0.156
Si	27.126	-6.013	0.176	0.181	0.096	0.661
Si	30.159	-0.235	26.46	-0.05	0.067	0.027
Si	32.239	-2.661	26.305	0.133	0.007	-0.079
Si	29.369	5.122	26.132	-0.423	-0.481	-0.409
Si	-25.706	-2.099	-3.684	-0.161	0.484	0.308
Si	23.8	-4.892	28.455	-0.05	-0.059	0.023
Si	-31.026	0.285	-0.029	-0.056	0.04	0.06
Si	-27.23	1.446	27.233	-0.165	-0.078	-0.138
Si	-24.025	-5.852	-3.373	-0.149	0.06	0.064
Si	-31.905	-4.847	-2.523	-0.001	0.034	-0.021
Si	-20.031	7.468	-1.066	-0.008	-0.139	0.036
Si	-28.576	-1.2	-0.814	0.079	-0.039	-0.02
Si	-29.542	-6.073	26.862	0.026	0.123	-0.058
Si	-25.366	-1.065	26.58	-0.215	-0.163	-0.626
Si	-26.305	4.318	26.55	0.142	0.033	-0.729
Si	-23.804	5.942	27.363	0.042	0.038	-0.163
Si	-17.368	7.223	-2.54	0.015	0.019	0.045
Si	-22.501	-7.837	-2.02	-0.11	-0.151	0.188
Si	-19.409	-1.434	-4.084	-0.061	0.044	0.08
Si	-21.358	-0.207	28.896	0.064	0.011	-0.015
Si	-8.872	3.992	-3.885	-0.093	-0.03	0.072
Si	-21.801	5.663	-2.436	0.069	0.07	0.114
Si	-11.403	8.021	-2.517	0.02	0.12	0.03
Si	-16.189	6.402	28.645	0.035	0.099	0.03
Si	-18.821	-7.393	26.832	-0.064	-0.113	-0.138
Si	-14.807	-1.751	28.736	-0.104	-0.131	-0.145
Si	-11.372	0.759	27.151	0.185	-0.022	-0.135
Si	-19.761	4.216	26.116	-0.579	-0.126	0.026
Si	-14.248	5.11	26.647	-0.344	-0.49	-0.368
Si	-17.237	-5.235	28.406	0.512	-0.076	0.147
Si	-6.327	-1.151	-0.972	-0.076	-0.086	0.039
Si	-5.54	0.318	28.072	0.03	0.079	-0.116
Si	-5.188	-2.353	26.552	-0.105	0.069	-0.176
Si	-8.88	-8.026	-4.103	-0.052	0.122	-0.021
Si	-3.82	-5.89	-0.411	0.074	0.131	-0.055
Si	-8.537	-5.027	-3.122	-0.019	0.027	0.046
Si	-5.989	7.07	-3.724	-0.073	0.022	-0.028
Si	4.762	6.637	-3.222	-0.044	0.081	0.013
Si	-3.322	2.28	26.802	0.077	-0.006	-0.136
Si	-1.634	4.019	28.742	0.061	-0.045	-0.187
Si	2.124	0.431	28.958	0.006	-0.026	0.202
Si	-4.174	-4.333	28.634	-0.033	-0.049	0.021
Si	4.606	5.648	-0.172	0.428	0.119	0.222
Si	-1.534	7.021	-1.428	-0.003	0.013	0.109
Si	6.958	-0.195	27.152	-0.043	-0.015	-0.258
Si	-4.343	-8.016	26.877	-0.041	0.027	-0.691
Si	2.292	-2.372	-2.38	-0.008	0.058	0.001
Si	4.55	-4.707	28.57	0.016	-0.025	0.076
Si	1.913	-3.634	28.828	-0.043	-0.029	-0.181
Si	7.169	-7.49	26.953	-0.101	0.458	-0.743
Si	17.499	-5.779	0.234	0.091	-0.011	0.031
Si	11.437	3.862	-2.748	-0.105	-0.062	0.046
Si	10.738	14.622	0.222	-0.517	-0.475	0.297
Si	4.36	-7.56	27.964	0.033	-0.07	0.065
Si	16.763	7.545	-3.599	-0.045	0.037	0.02
Si	13.334	1.822	-1.938	0.003	-0.019	0.038
Si	17.177	6.011	-0.934	-0.045	0.048	0.148
Si	12.364	-8.089	26.612	-0.081	-0.016	-0.107
Si	20.041	2.436	0.983	0.216	-0.414	0.447
Si	13.883	-7.413	-3.613	0.019	0.013	-0.057
Si	19.598	-4.783	25.93	0.457	0.389	-0.463
Si	14.342	7.168	-0.089	-0.047	0.031	0.067
Si	24.663	-7.945	0.511	0.014	0.043	0.167
Si	19.988	-2.705	-4.35	0.047	-0.039	0.097
Si	20.707	-7.328	-1.63	-0.052	0.001	0.093
Si	20.688	-4.887	28.914	0.083	-0.124	-0.021
Si	17.164	3.238	0.118	0.041	0.047	-0.088
Si	27.428	-1.058	0.026	-0.074	-0.043	0.029
Si	-32.537	4.548	-4.294	0.108	-0.013	-0.037
Si	24.412	-0.259	26.461	-0.099	0.01	-0.111
Si	29.08	3.876	28.924	0.112	-0.011	0.087
Si	16.849	4.785	26.977	0.105	-0.049	-0.071
Si	25.011	-3.93	-3.171	0.073	0.013	0.004
Si	25.727	-2.419	28.207	0.004	-0.02	0.126
Si	29.293	4.403	-0.593	-0.019	-0.117	0.083
Si	21.175	6.163	-1.708	0.029	0.061	0
Si	27.415	-6.143	26.028	0.456	0.112	-0.495
Si	23.033	-7.151	26.616	-0.016	-0.177	-0.694
Si	-30.012	-2.648	-3.247	-0.045	-0.08	0.036
Si	30.96	-3.766	28.586	0.007	0.061	0.073
Si	-27.501	3.191	0.542	0.081	-0.044	0.092
Si	31.911	5.59	0.074	0.28	0.057	0.693
Si	-26.615	-6.637	-2.266	0.097	0.134	0.026
Si	-29.114	-5.188	-2.526	-0.015	0.058	0.112
Si	-21.449	0.943	-4.323	-0.076	0.023	0.07
Si	-23.241	0.731	-1.784	0.026	-0.076	0.034
Si	-19.153	6.9	28.915	0.107	0.009	0.029
Si	-24.15	-2.644	0.74	0.048	-0.057	0.07
Si	-24.373	-7.486	27.956	-0.05	-0.121	-0.1
Si	-25.922	-0.362	-2.21	-0.033	-0.359	-0.437
Si	-20.097	3.502	-3.092	-0.021	0.039	-0.033
Si	-22.082	-0.379	0.639	0.031	0	0.062
Si	-19.682	3.054	-0.194	0.129	0.027	0.083
Si	-14.838	5.795	0.848	0.31	-0.324	0.412
Si	-12.698	-6.405	-0.698	-0.023	0.012	-0.029
Si	-20.91	-3.169	28.474	0.115	0.002	-0.043
Si	-22.427	0.227	26.258	-0.098	0.451	-0.577
Si	-18.517	-3.172	26.676	0.089	-0.367	-0.531
Si	-15.005	3.495	-2.886	-0.024	-0.042	0.066
Si	-16.928	4.519	-0.876	-0.081	0.066	-0.062
Si	-10.52	9.069	26.369	0.352	0.407	-0.46
Si	-11.501	-4.366	-2.672	-0.019	-0.05	-0.097
Si	-15.049	-4.811	27.882	-0.502	-0.067	0.335
Si	-13.583	1.013	-1.838	-0.001	-0.025	-0.061
Si	-6.395	4.375	-2.347	-0.012	0.029	0.02
Si	-8.251	3.972	27.043	-0.083	0.019	-0.079
Si	-6.076	-6.5	28.899	0.019	-0.004	0.096
Si	0.825	2.231	-0.55	-0.092	0.017	0.002
Si	-10.978	-2.315	27.135	0.17	-0.096	-0.048
Si	-1.175	3.981	-2.258	0.021	-0.039	-0.007
Si	0.57	-7.235	-2.495	0.026	0.052	0.153
Si	-6.574	6.508	26.838	-0.085	0.335	-0.626
Si	5.109	-2.819	-1.096	0.087	0.039	0.103
Si	1.577	0.504	-2.916	0.01	0.016	0.037
Si	2.86	-2.296	26.334	-0.1	-0.081	-0.255
Si	4.023	2.019	-3.384	0.007	-0.049	-0.054
Si	6.419	6.055	1.166	-0.357	0.012	-0.161
Si	-0.104	5.425	26.286	-0.349	0.178	-0.486
Si	6.83	-7.365	-3.796	0.1	-0.009	-0.059
Si	1.955	-6.094	-0.03	0.044	-0.056	0.083
Si	-2.118	-6.723	28.288	-0.023	-0.038	-0.022
Si	3.841	2.647	-0.345	0.001	-0.187	0.129
Si	9.699	3.809	-0.371	0.017	-0.098	0.047
Si	9.337	6.664	1.02	0.121	-0.07	0.594
Si	8.519	-5.153	0.13	-0.029	0.591	0.404
Si	10.4	1.063	0.837	-0.076	0.066	-0.166
Si	9.039	13.156	1.215	0.44	-0.273	-0.273
Si	12.568	-1.104	-2.026	-0.094	0.03	0.124
Si	13.104	2.491	0.937	-0.06	0.157	0.165
Si	7.322	-5.112	28.782	-0.088	0.067	0.021
Si	13.63	-6.379	-0.89	0.1	0.058	0.185
Si	18.127	-6.291	-2.716	-0.019	-0.042	0.181
Si	14.988	-4.071	0.544	-0.223	0.332	0.525
Si	20.491	3.91	-3.298	-0.051	-0.05	-0.064
Si	14.236	5.9	25.825	0.374	0.358	-0.603
Si	9.289	1.622	27.466	0.152	-0.01	-0.134
Si	22.57	3.881	0.857	0.253	-0.234	0.393
Si	21.158	-2.705	-1.425	0.588	0.492	0.275
Si	16.251	1.074	-1.869	-0.075	-0.08	0.011
Si	23.796	0.113	-2.02	0.085	-0.054	0.103
Si	25.975	1.598	-0.54	-0.124	0.021	0.197
Si	23.887	5.942	-0.913	0.095	-0.027	-0.035
Si	19.716	7.258	0.521	0.017	0.035	0.497
Si	27.904	-2.827	-2.418	-0.152	-0.021	-0.043
Si	25.616	-3.459	0.797	0.143	-0.349	0.451
Si	31.123	-6.333	-4.016	0.031	0.086	-0.126
Si	-31.33	6.148	-2.13	-0.036	-0.009	-0.011
Si	26.592	4.441	-1.769	-0.121	-0.05	0.056
Si	26.862	7.052	26.45	-0.394	-0.355	-0.402
Si	22.447	4.046	27.343	0.022	-0.074	-0.008
Si	-32.027	-4.892	0.546	0.13	0.036	0.022
Si	-32.352	0.436	-2.726	-0.014	0.047	-0.108
Si	-25.554	2.458	-1.896	0.053	-0.028	0.055
Si	-32.259	2.907	0.977	0.17	0.293	0.366
Si	28.697	-5.715	-2.413	-0.125	0.052	0.012
Si	22.903	6.913	28.584	0.132	0.181	-0.08
Si	36.191	-3.941	0.455	0.269	-0.287	0.326
Si	-24.498	4.976	-3.194	0.088	-0.056	-0.032
Si	-18.961	-7.219	1.113	-0.382	0.159	0.426
Si	-28.678	5.624	-0.427	-0.139	0.072	0.123
Si	-24.432	8.084	0.456	-0.004	0.066	0.053
Si	-27.394	-7.184	28.443	-0.06	0.096	0.036
Si	-25.419	-4.15	-1.63	-0.059	-0.003	-0.029
Si	-18.132	-2.045	-1.347	0.073	-0.085	0.038
Si	-18.158	0.536	-0.044	0.097	-0.079	-0.025
Si	-16.293	-0.031	-2.132	-0.059	-0.084	-0.032
Si	-17.669	-4.854	-0.026	-0.062	0.03	0.044
Si	-26.142	6.772	-1.442	0.101	-0.009	-0.01
Si	-15.588	-6.567	-1.642	-0.022	-0.035	-0.149
Si	-13.005	-1.869	-2.284	-0.042	-0.051	-0.045
Si	-11.636	0.742	0.257	-0.024	0.034	0.019
Si	-13.077	5.463	-1.765	-0.039	0.037	0.122
Si	-13.079	-2.013	0.685	-0.096	-0.124	0.056
Si	-21.062	4.607	28.088	0.295	-0.26	-0.505
Si	-7.479	0.124	-3.45	-0.008	0.003	-0.098
Si	-7.718	4.173	2.316	0.178	-0.348	0.394
Si	-10.019	1.491	-1.997	0.058	0.007	-0.054
Si	-8.456	-7.925	28.598	0.021	-0.061	0.002
Si	-10.39	4.415	-1.461	0.045	-0.084	0.074
Si	-12.283	-6.099	28.495	0.021	0.01	-0.101
Si	-5.894	-4.203	-1.928	0.002	0.058	-0.103
Si	-4.435	0.591	0.765	0.472	-0.145	0.505
Si	-3.837	3.102	-0.981	-0.009	0.107	0.044
Si	-6.423	5.984	0.119	-0.029	-0.001	0.146
Si	-4.47	7.624	-1.247	0.033	-0.088	-0.013
Si	-1.495	-4.92	-2.189	-0.034	-0.048	0.013
Si	0.394	-3.461	-0.44	-0.052	0	0.002
Si	1.28	-1.376	8.191	-0.025	0.007	0.022
Si	3.947	1.341	8.323	-0.009	0.002	-0.004
Si	1.19	4.101	8.227	-0.007	0.005	-0.024
Si	3.972	6.751	8.109	-0.004	0.031	-0.005
Si	1.295	9.44	8.172	0.038	-0.011	-0.015
Si	3.959	12.205	8.125	0.019	-0.011	0.004
Si	6.752	-1.435	8.313	0.025	-0.013	0.006
Si	9.435	1.287	8.26	0.025	0.015	-0.03
Si	6.653	4.093	8.171	0.005	0.044	0.006
Si	9.46	6.813	8.304	-0.016	0.019	0.003
Si	6.681	9.526	8.252	0.023	0.035	0.018
Si	9.455	12.172	8.241	0.005	0.022	0.027
Si	12.19	-1.391	8.215	-0.022	-0.011	-0.009
Si	14.941	1.328	8.188	0.003	-0.011	0.008
Si	12.213	4.058	8.282	-0.003	-0.003	-0.013
Si	14.935	6.808	8.165	-0.021	-0.001	0.008
Si	12.208	9.515	8.222	-0.002	-0.037	0.014
Si	14.97	12.199	8.174	0.039	0	-0.003
Si	17.651	-1.352	8.106	0.002	-0.003	-0.004
Si	20.395	1.379	8.057	-0.007	0.024	0.008
Si	17.67	4.066	8.117	-0.004	0.001	0.01
Si	20.39	6.8	8.033	0.01	-0.006	-0.01
Si	17.629	9.527	8.065	-0.013	0	-0.023
Si	20.358	-4.055	8.065	-0.018	0.004	0.004
Si	23.125	-1.375	8.054	-0.017	0.004	0.01
Si	25.885	1.362	8.02	-0.005	-0.016	0.008
Si	23.127	4.106	7.976	-0.032	0.025	0.004
Si	25.873	6.803	7.944	-0.009	-0.013	0.007
Si	23.122	-6.778	7.998	0.01	0	0.001
Si	25.855	-4.055	7.95	-0.016	0.019	0.012
Si	28.555	-1.335	7.938	-0.025	0.026	0.003
Si	31.289	1.379	7.983	0.016	0.012	-0.001
Si	28.554	4.131	7.998	-0.013	-0.025	-0.009
Si	31.314	6.851	7.959	0.01	0.003	0.002
Si	28.583	-6.793	7.921	0.003	-0.017	-0.011
Si	31.36	-4.128	7.927	0.039	-0.016	-0.032
Si	34.048	-1.39	8.034	-0.008	0.008	-0.002
Si	-28.492	1.337	8.098	0.019	-0.007	-0.01
Si	34.013	4.116	8.023	-0.013	0.005	0
Si	-28.527	6.805	8.027	-0.013	-0.012	0.007
Si	34.001	-6.779	7.908	-0.033	0.012	-0.017
Si	-28.514	-4.108	8.006	-0.001	0.019	0.007
Si	-25.794	-1.405	8.105	-0.008	0.014	0.024
Si	-23	1.357	8.134	0	-0.035	-0.001
Si	-25.801	4.124	8.094	-0.007	-0.001	-0.007
Si	-23.094	6.787	8.125	-0.009	-0.008	-0.004
Si	-25.797	-6.823	8.068	-0.006	0	0.006
Si	-23.071	-4.097	8.14	0.018	-0.01	0.008
Si	-20.335	-1.322	8.182	-0.006	0.004	0.004
Si	-17.621	1.371	8.205	0.034	-0.001	0.003
Si	-20.347	4.077	8.161	-0.004	-0.017	0.013
Si	-17.603	6.787	8.209	0.015	-0.003	-0.017
Si	-20.365	-6.781	8.199	-0.006	0.001	-0.009
Si	-17.593	-4.087	8.188	-0.006	-0.004	-0.01
Si	-14.915	-1.342	8.245	-0.033	0.022	0
Si	-12.16	1.346	8.224	0.021	-0.002	-0.008
Si	-14.888	4.089	8.325	-0.022	0.001	-0.007
Si	-12.199	6.888	8.338	-0.04	0.014	-0.004
Si	-14.897	-6.752	8.248	-0.022	0.006	0.038
Si	-12.258	-4.013	8.303	-0.027	0.004	-0.037
Si	-9.508	-1.306	8.292	-0.016	0.007	-0.018
Si	-6.826	1.362	8.498	-0.037	-0.019	-0.009
Si	-9.493	4.094	8.325	-0.005	-0.002	-0.028
Si	-6.815	6.85	8.408	-0.052	0.003	0.041
Si	-9.457	-6.826	8.356	0.018	-0.025	-0.036
Si	-6.837	-3.994	8.24	0.005	-0.008	-0.01
Si	-4.157	-1.311	8.398	-0.037	0.023	-0.032
Si	-1.358	1.322	8.273	0.006	-0.039	0.019
Si	-4.108	4.1	8.235	-0.009	-0.048	-0.058
Si	-1.525	6.829	8.177	-0.004	-0.009	-0.018
Si	-4.115	-6.783	8.224	-0.014	-0.03	-0.013
Si	-1.381	-4.139	8.342	0.012	-0.02	-0.024
Si	2.609	-0.045	9.628	-0.016	0.006	0.007
Si	5.355	2.726	9.587	0.002	-0.017	0.003
Si	2.628	5.434	9.536	-0.013	-0.027	-0.005
Si	5.319	8.109	9.529	0.002	0.011	-0.002
Si	2.65	10.831	9.528	0.006	0.021	-0.022
Si	5.337	-2.803	9.573	-0.018	-0.006	-0.024
Si	8.113	-0.064	9.637	0.013	0.002	0.016
Si	10.805	2.693	9.577	-0.021	0.019	-0.008
Si	8.058	5.41	9.558	0.001	0.005	0.005
Si	10.865	8.158	9.602	-0.015	0.003	0.014
Si	8.079	10.849	9.604	0.018	-0.013	0.004
Si	10.829	-2.758	9.565	0.005	-0.007	-0.005
Si	13.576	-0.031	9.543	0.004	0	-0.003
Si	16.323	2.708	9.497	0.001	0.023	-0.004
Si	13.607	5.438	9.561	-0.01	0.02	-0.011
Si	16.32	8.163	9.483	0.017	-0.018	-0.005
Si	13.587	10.872	9.545	-0.011	0.022	0
Si	16.323	-2.725	9.489	-0.001	-0.013	-0.003
Si	19.044	0.011	9.429	0.011	0.002	-0.005
Si	21.786	2.743	9.376	0.007	-0.018	0.001
Si	19.051	5.443	9.43	0	-0.001	0.007
Si	21.765	-8.146	9.365	-0.029	0.029	0.001
Si	19.016	-5.439	9.415	0.005	0.002	0.003
Si	21.759	-2.723	9.411	0.011	-0.002	0.004
Si	24.501	0.008	9.373	-0.003	0.014	0.003
Si	27.22	2.747	9.365	-0.02	0.03	0.006
Si	24.508	5.451	9.328	0.021	-0.005	-0.001
Si	27.228	-8.147	9.304	0	0.01	0.001
Si	24.506	-5.424	9.333	-0.001	0.001	-0.001
Si	27.211	-2.698	9.317	-0.002	-0.011	0.007
Si	29.927	0.003	9.321	0.001	-0.003	-0.006
Si	32.646	2.738	9.353	-0.003	0.005	0.012
Si	29.955	5.475	9.325	0.02	-0.007	-0.001
Si	32.665	-8.122	9.327	0.002	-0.011	0.004
Si	29.956	-5.449	9.296	-0.018	0.01	-0.006
Si	32.671	-2.763	9.347	0.016	-0.007	0.005
Si	-29.895	-0.014	9.41	-0.023	0.013	0.003
Si	-27.136	2.716	9.441	0.009	-0.012	-0.01
Si	-29.897	5.456	9.386	0.006	0.012	0.011
Si	-27.176	-8.168	9.417	0.001	-0.001	0.005
Si	-29.916	-5.454	9.336	0.008	0.014	-0.013
Si	-27.173	-2.765	9.429	0.008	-0.007	0
Si	-24.424	-0.008	9.448	0.002	-0.001	-0.009
Si	-21.691	2.718	9.537	0	-0.001	0.001
Si	-24.453	5.449	9.496	-0.004	0.001	0
Si	-21.739	-8.168	9.51	-0.015	0	0.004
Si	-24.448	-5.467	9.466	0.001	0.006	0.001
Si	-21.718	-2.713	9.502	0.003	0.006	0.002
Si	-18.984	0.016	9.571	-0.007	-0.008	0.003
Si	-16.294	2.724	9.618	-0.006	0.004	0.003
Si	-18.999	5.441	9.549	-0.01	0.001	0.004
Si	-16.271	-8.146	9.583	0.027	0.01	0.004
Si	-18.986	-5.428	9.554	0.018	0.008	-0.002
Si	-16.289	-2.705	9.592	-0.001	-0.009	-0.007
Si	-13.554	0.02	9.607	0.017	0.004	-0.01
Si	-10.883	2.737	9.656	0.003	-0.014	-0.025
Si	-13.565	5.489	9.665	0.022	-0.012	0.002
Si	-10.86	-8.114	9.726	0.006	-0.011	-0.016
Si	-13.603	-5.383	9.659	-0.002	-0.013	0.005
Si	-10.879	-2.673	9.651	0.032	0.01	0.001
Si	-8.214	-0.003	9.76	0.02	-0.02	0.004
Si	-5.434	2.787	9.701	-0.004	0.035	-0.01
Si	-8.172	5.452	9.715	0.032	-0.028	-0.002
Si	-5.442	-8.093	9.682	0.03	0.008	-0.004
Si	-8.137	-5.387	9.653	0.01	0.013	-0.019
Si	-5.511	-2.701	9.696	-0.001	0.005	-0.009
Si	-2.742	0.029	9.68	0.001	0.025	-0.005
Si	-0.061	2.714	9.642	0.014	-0.022	0.002
Si	-2.791	5.462	9.621	-0.008	0.016	-0.017
Si	-0.092	8.128	9.544	-0.014	0.011	0.007
Si	-2.768	-5.478	9.652	-0.03	0.006	0.006
Si	-0.018	-2.737	9.622	0.027	0.023	-0.013
Si	1.297	1.345	10.991	-0.007	-0.003	0.006
Si	3.995	4.084	10.923	-0.002	-0.01	-0.001
Si	1.29	6.794	10.916	0.001	0	-0.009
Si	4.008	9.491	10.911	0.003	-0.003	-0.003
Si	1.345	-4.114	10.944	0.002	0.011	0.012
Si	4.017	-1.404	10.941	-0.015	0.004	0
Si	6.743	1.351	10.926	0.016	0.014	0
Si	9.443	4.057	10.913	-0.009	-0.014	0.01
Si	6.715	6.784	10.903	0.001	-0.004	0.011
Si	9.477	9.505	10.935	0.009	0.02	0.01
Si	6.723	-4.114	10.952	0.014	-0.002	0.006
Si	9.493	-1.41	10.956	-0.012	-0.01	0.006
Si	12.213	1.339	10.894	0.008	0.007	-0.007
Si	14.984	4.073	10.874	0.01	0.009	0.002
Si	12.228	6.778	10.918	-0.012	-0.014	0
Si	14.958	9.499	10.867	-0.007	-0.013	-0.005
Si	12.222	-4.099	10.903	0.006	0.005	0.008
Si	14.954	-1.391	10.866	-0.01	-0.012	0
Si	17.697	1.344	10.822	-0.015	-0.009	0.002
Si	20.427	4.079	10.764	-0.003	0.009	-0.009
Si	17.701	6.796	10.811	0.012	0.006	0.005
Si	20.406	-6.802	10.745	-0.019	-0.014	0.007
Si	17.697	-4.084	10.816	0.003	0.024	0.002
Si	20.422	-1.347	10.773	0.009	0.006	0.003
Si	23.147	1.374	10.733	0.012	0.01	0.004
Si	25.846	4.09	10.714	-0.015	-0.033	0.015
Si	23.148	6.81	10.698	0.016	0.017	-0.006
Si	25.872	-6.79	10.678	0.004	0.009	0.002
Si	23.143	-4.093	10.727	-0.032	-0.023	0.002
Si	25.862	-1.361	10.715	-0.011	-0.001	-0.001
Si	28.591	1.371	10.7	0.02	0.017	-0.009
Si	31.295	4.107	10.704	0.007	0.007	0.002
Si	28.577	6.816	10.684	-0.013	-0.013	-0.013
Si	31.29	-6.793	10.699	0.015	0.007	0.001
Si	28.586	-4.073	10.656	0.005	0.021	0
Si	31.285	-1.376	10.672	-0.021	-0.016	-0.003
Si	-31.278	1.368	10.72	-0.012	-0.022	-0.001
Si	-28.543	4.083	10.754	-0.017	-0.016	-0.009
Si	-31.267	6.829	10.715	0.023	0.012	0.004
Si	-28.56	-6.8	10.741	0.002	-0.014	-0.003
Si	-31.253	-4.095	10.727	-0.007	0.003	-0.002
Si	-28.529	-1.37	10.77	0.012	0.005	-0.004
Si	-25.781	1.363	10.81	0.02	0.027	0.01
Si	-23.09	4.082	10.861	-0.01	-0.015	0.003
Si	-25.828	6.815	10.821	0.006	-0.002	0.001
Si	-23.098	-6.805	10.861	-0.002	0	0.003
Si	-25.819	-4.104	10.811	-0.013	-0.006	0
Si	-23.09	-1.359	10.853	0	-0.004	-0.002
Si	-20.351	1.374	10.926	0.012	0.015	0.002
Si	-17.658	4.1	10.956	0.004	-0.01	0.002
Si	-20.38	6.801	10.895	-0.001	-0.006	-0.002
Si	-17.655	-6.795	10.942	-0.017	-0.011	0.003
Si	-20.361	-4.061	10.894	0.006	0.006	0
Si	-17.655	-1.351	10.951	-0.006	0.004	0.002
Si	-14.936	1.367	10.978	-0.015	0.001	-0.002
Si	-12.243	4.099	11.023	-0.002	-0.002	0
Si	-14.942	6.842	11.004	-0.006	0.011	0.012
Si	-12.244	-6.74	11.035	0.007	0.025	0.008
Si	-14.97	-4.045	11.012	0.011	-0.002	0.01
Si	-12.238	-1.322	11.022	0.002	-0.011	-0.003
Si	-9.559	1.398	11.069	0.019	0.007	-0.003
Si	-6.805	4.119	11.072	-0.005	0.013	0.012
Si	-9.541	6.808	11.065	-0.025	-0.023	0.002
Si	-6.807	-6.745	11.038	0.011	-0.009	0.001
Si	-9.535	-4.052	11.014	-0.031	-0.015	-0.003
Si	-6.852	-1.364	11.086	-0.021	-0.008	0.013
Si	-4.09	1.398	11.039	0.02	0	0.005
Si	-1.424	4.092	10.98	0.001	-0.017	-0.006
Si	-4.114	6.818	11.019	-0.015	0	-0.003
Si	-1.391	-6.834	10.975	0.01	0.014	-0.007
Si	-4.127	-4.09	10.998	-0.017	-0.013	-0.01
Si	-1.385	-1.375	10.988	-0.016	-0.013	-0.003
Si	-0.044	-0.013	12.354	0.009	0.021	-0.009
Si	2.692	2.704	12.307	-0.003	-0.008	-0.001
Si	-0.033	5.441	12.314	0.011	-0.008	-0.002
Si	2.656	8.146	12.286	-0.019	0.022	0.002
Si	-0.023	-5.461	12.31	-0.014	0.008	0
Si	2.688	-2.757	12.321	0.025	-0.022	0.006
Si	5.397	-0.028	12.28	0.004	-0.003	-0.005
Si	8.111	2.696	12.285	0.006	0.009	0.012
Si	5.377	5.426	12.277	-0.005	0.008	0.003
Si	8.107	8.129	12.258	0.005	-0.007	-0.003
Si	5.38	-5.489	12.293	0	-0.016	0.003
Si	8.111	-2.754	12.295	0.009	0.018	0.005
Si	10.863	-0.021	12.266	-0.002	-0.02	0.001
Si	13.6	2.711	12.214	0.002	0.016	-0.004
Si	10.841	5.416	12.244	0.001	0.014	0.008
Si	13.605	8.144	12.244	0	-0.009	-0.002
Si	10.858	-5.455	12.265	-0.009	0.006	-0.006
Si	13.595	-2.736	12.234	-0.003	0.011	0.001
Si	16.339	-0.016	12.182	-0.003	0.002	-0.003
Si	19.077	2.718	12.145	0.007	-0.003	0.004
Si	16.353	5.44	12.199	-0.002	-0.014	0.006
Si	19.076	-8.158	12.137	0	0	0
Si	16.336	-5.442	12.182	-0.004	0.007	-0.004
Si	19.076	-2.717	12.141	0.002	-0.008	0.002
Si	21.797	0.014	12.111	0	0.008	-0.002
Si	24.512	2.726	12.09	-0.01	0.01	0.008
Si	21.809	5.447	12.088	-0.006	-0.01	0
Si	24.51	-8.15	12.049	0	0.001	0.008
Si	21.787	-5.448	12.093	0.008	0.004	0.005
Si	24.502	-2.722	12.077	-0.001	-0.002	0.001
Si	27.23	0.007	12.06	-0.012	0.014	-0.006
Si	29.94	2.735	12.06	0.009	0	0.01
Si	27.222	5.453	12.051	0.012	0.007	0
Si	29.929	-8.154	12.059	0	0	0.004
Si	27.224	-5.427	12.034	0	-0.017	-0.006
Si	29.923	-2.718	12.044	0.003	0.002	0.007
Si	-32.649	-0.004	12.046	0.007	0.008	-0.005
Si	-29.917	2.722	12.092	0.002	0.001	0.005
Si	-32.626	5.456	12.071	-0.003	0.002	-0.001
Si	-29.917	-8.158	12.105	-0.012	0.002	0.001
Si	-32.634	-5.443	12.077	0.003	0.006	0.015
Si	-29.91	-2.728	12.105	0	-0.009	0.005
Si	-27.175	0	12.14	0.003	0.002	0.002
Si	-24.454	2.719	12.211	0.002	-0.021	0.014
Si	-27.199	5.438	12.145	0.015	0.001	0.001
Si	-24.471	-8.162	12.207	0	0.012	0.003
Si	-27.199	-5.461	12.14	-0.003	0.02	-0.003
Si	-24.47	-2.729	12.184	-0.001	-0.003	0
Si	-21.741	0.001	12.244	-0.001	-0.006	-0.001
Si	-19.02	2.738	12.313	-0.006	-0.01	0.003
Si	-21.747	5.442	12.252	0.002	0.002	-0.003
Si	-19.032	-8.161	12.287	-0.008	-0.004	0.002
Si	-21.738	-5.441	12.231	-0.005	-0.003	-0.012
Si	-19.027	-2.712	12.299	0.004	0.004	-0.007
Si	-16.309	0.011	12.335	0.003	-0.022	-0.009
Si	-13.619	2.745	12.371	-0.005	0	-0.002
Si	-16.316	5.466	12.341	-0.011	-0.004	0.002
Si	-13.602	-8.116	12.385	0.005	-0.011	-0.011
Si	-16.33	-5.428	12.348	-0.002	0.006	0.006
Si	-13.607	-2.687	12.376	-0.002	0.001	0.008
Si	-10.917	0.038	12.419	-0.006	0.016	0.001
Si	-8.184	2.755	12.413	-0.004	-0.005	-0.007
Si	-10.909	5.458	12.412	0.014	-0.018	0.002
Si	-8.179	-8.124	12.385	-0.002	0.006	-0.008
Si	-10.892	-5.396	12.403	0.001	0.009	0.002
Si	-8.215	-2.712	12.429	0.029	-0.013	0.006
Si	-5.469	0.028	12.384	-0.007	-0.008	-0.014
Si	-2.748	2.752	12.394	-0.029	0.012	0.006
Si	-5.468	5.488	12.418	-0.008	-0.004	0.01
Si	-2.739	-8.162	12.366	0.018	-0.017	0.005
Si	-5.463	-5.41	12.404	0.002	0.006	0.013
Si	-2.753	-2.73	12.339	0	-0.006	0
Si	1.338	-1.379	13.679	-0.025	0.009	-0.011
Si	4.068	1.344	13.654	0.006	0.009	0.001
Si	1.348	4.08	13.652	0.002	-0.02	-0.01
Si	4.04	6.794	13.639	0.001	-0.009	-0.004
Si	1.335	9.507	13.678	0.012	0.007	-0.011
Si	4.056	-4.111	13.671	-0.004	0.015	0.004
Si	6.772	-1.375	13.648	0.008	0.001	0.002
Si	9.493	1.335	13.621	0.004	0.012	0.001
Si	6.759	4.07	13.63	0.003	-0.013	-0.003
Si	9.489	6.781	13.605	-0.014	-0.006	0.008
Si	6.765	9.484	13.633	-0.001	0.017	0.002
Si	9.5	-4.104	13.629	0.005	-0.013	0.012
Si	12.238	-1.379	13.596	0.011	0.009	-0.001
Si	14.982	1.346	13.54	0.006	-0.012	-0.004
Si	12.231	4.061	13.575	-0.009	-0.014	0.004
Si	14.982	6.781	13.571	0.009	0.009	0.006
Si	12.232	9.497	13.598	0.004	0.002	0.005
Si	14.975	-4.098	13.557	-0.013	-0.005	0.002
Si	17.719	-1.372	13.516	-0.003	-0.002	0
Si	20.448	1.362	13.493	-0.002	0.002	0.006
Si	17.725	4.068	13.525	-0.003	0.016	0.008
Si	20.46	-9.522	13.465	0.002	0.008	0.004
Si	17.72	-6.804	13.506	-0.009	-0.01	-0.005
Si	20.45	-4.083	13.472	-0.001	0.01	-0.001
Si	23.159	-1.361	13.454	-0.005	0.004	0.01
Si	25.883	1.36	13.435	0.006	-0.007	0.003
Si	23.162	4.084	13.453	0.007	-0.011	0.007
Si	25.856	-9.518	13.412	0.003	0.008	-0.008
Si	23.163	-6.804	13.436	-0.021	-0.008	-0.001
Si	25.869	-4.082	13.423	0.005	0.006	-0.002
Si	28.577	-1.357	13.426	0.004	-0.001	0.002
Si	31.289	1.363	13.417	0.002	-0.014	-0.001
Si	28.574	4.088	13.416	-0.014	0.002	0
Si	31.279	-9.519	13.428	0.006	-0.004	0
Si	28.558	-6.794	13.408	0.001	0.019	0.004
Si	31.274	-4.071	13.414	0.005	-0.001	0.003
Si	-31.29	-1.343	13.423	-0.018	0.013	-0.002
Si	-28.557	1.378	13.47	-0.013	-0.004	-0.002
Si	-31.282	4.084	13.444	0.006	0.006	-0.008
Si	-28.575	-9.523	13.488	-0.005	0.001	-0.007
Si	-31.29	-6.807	13.454	0.013	-0.004	0.004
Si	-28.56	-4.088	13.477	0.018	-0.008	0.002
Si	-25.833	-1.356	13.529	-0.003	0.001	0.007
Si	-23.107	1.365	13.595	0.009	0.007	0.003
Si	-25.843	4.094	13.532	-0.001	0	-0.003
Si	-23.124	-9.514	13.596	-0.011	-0.004	-0.005
Si	-25.851	-6.807	13.539	0.001	-0.017	0.004
Si	-23.123	-4.085	13.568	0.013	0.004	-0.005
Si	-20.395	-1.347	13.64	0.002	-0.012	-0.002
Si	-17.673	1.38	13.689	0.005	0.017	0.007
Si	-20.4	4.097	13.653	-0.004	-0.001	-0.002
Si	-17.691	-9.505	13.695	0.001	0.004	0.007
Si	-20.405	-6.8	13.636	0.005	0.015	0
Si	-17.697	-4.069	13.701	-0.02	0.004	0.007
Si	-14.978	-1.337	13.736	0.002	0.008	0.003
Si	-12.281	1.4	13.768	0.005	-0.008	-0.002
Si	-14.971	4.115	13.732	-0.003	-0.01	0.006
Si	-12.267	-9.487	13.764	-0.001	-0.007	0.003
Si	-14.975	-6.768	13.742	0.002	0.003	0
Si	-12.262	-4.042	13.759	0.005	0.004	0.003
Si	-9.569	-1.333	13.779	-0.009	-0.004	-0.002
Si	-6.83	1.383	13.755	0.001	0.007	-0.008
Si	-9.552	4.114	13.775	-0.01	0.01	-0.004
Si	-6.839	-9.474	13.767	0.006	0.005	0.001
Si	-9.549	-6.786	13.757	0.018	-0.014	-0.004
Si	-6.845	-4.075	13.764	-0.018	0.002	0.004
Si	-4.109	-1.363	13.704	0.008	-0.002	-0.012
Si	-1.385	1.359	13.716	0.007	-0.014	0.002
Si	-4.113	4.104	13.755	0.014	0.008	0.007
Si	-1.372	6.798	13.704	-0.008	-0.008	0.001
Si	-4.098	-6.79	13.724	-0.018	0.005	0.002
Si	-1.38	-4.099	13.673	0.007	-0.002	-0.013
Si	2.723	-0.02	15.015	0.004	-0.007	0.001
Si	5.441	2.701	15.012	0.008	0.014	0.005
Si	2.718	5.425	15.014	-0.014	-0.002	-0.014
Si	5.416	8.132	15.002	-0.013	-0.011	0.005
Si	2.705	10.857	15.039	0	0.007	-0.002
Si	5.438	-2.753	15.014	0.001	0	-0.004
Si	8.142	-0.015	15.004	0.003	-0.008	0.004
Si	10.873	2.706	14.941	0.003	-0.017	-0.003
Si	8.132	5.432	14.972	0.001	-0.006	-0.004
Si	10.867	8.133	14.956	-0.01	0.001	0.006
Si	8.145	10.841	14.972	0.002	-0.007	-0.007
Si	10.875	-2.73	14.961	0.009	0.022	-0.003
Si	13.622	-0.006	14.902	-0.002	0.007	-0.006
Si	16.36	2.699	14.883	-0.013	-0.007	-0.008
Si	13.608	5.415	14.923	-0.004	0.002	0.006
Si	16.364	8.166	14.877	0.012	0.018	-0.004
Si	13.605	10.873	14.92	0.009	-0.004	-0.005
Si	16.364	-2.734	14.876	-0.008	0.004	-0.004
Si	19.093	-0.007	14.853	-0.002	0.004	-0.012
Si	21.827	2.721	14.833	-0.002	0.018	0.005
Si	19.11	5.442	14.836	0.006	-0.01	0.004
Si	21.834	-8.172	14.817	0	0.005	0.006
Si	19.106	-5.45	14.839	-0.006	0.007	-0.006
Si	21.804	-2.719	14.829	-0.002	-0.012	0.004
Si	24.54	-0.009	14.799	0.003	0.018	-0.009
Si	27.229	2.734	14.795	0.017	0.005	-0.003
Si	24.53	5.437	14.805	-0.006	0.003	0.003
Si	27.193	-8.152	14.772	-0.009	-0.019	0
Si	24.513	-5.436	14.796	0.005	-0.004	-0.005
Si	27.218	-2.72	14.79	-0.012	-0.006	-0.003
Si	29.924	0.023	14.784	0.01	0.012	0.004
Si	32.642	2.712	14.795	-0.004	-0.002	-0.001
Si	29.928	5.433	14.788	0.004	0	-0.006
Si	32.622	-8.17	14.807	0.005	0.004	0.006
Si	29.905	-5.43	14.767	-0.003	-0.001	0.004
Si	32.616	-2.691	14.77	-0.001	-0.005	-0.002
Si	-29.944	0.023	14.799	0.01	-0.006	-0.004
Si	-27.226	2.743	14.869	0.02	0.013	0.004
Si	-29.944	5.431	14.834	-0.007	-0.011	-0.001
Si	-27.221	-8.181	14.872	0.001	-0.007	0.006
Si	-29.926	-5.455	14.816	-0.013	0.024	-0.003
Si	-27.217	-2.723	14.853	-0.011	-0.005	0.002
Si	-24.491	0.001	14.926	0.016	0.005	0.007
Si	-21.767	2.723	14.99	-0.004	-0.011	0.001
Si	-24.503	5.442	14.933	0.002	0.004	0.004
Si	-21.784	-8.158	14.991	0.005	-0.007	-0.003
Si	-24.495	-5.451	14.916	0	0.021	-0.003
Si	-21.778	-2.73	14.953	-0.008	0.001	-0.012
Si	-19.049	0.015	15.032	-0.004	-0.005	-0.005
Si	-16.341	2.752	15.079	0.01	-0.002	-0.002
Si	-19.062	5.452	15.053	-0.007	-0.015	0
Si	-16.338	-8.149	15.082	-0.009	0	-0.004
Si	-19.064	-5.45	15.038	-0.006	-0.008	0
Si	-16.346	-2.707	15.086	-0.002	-0.013	0.002
Si	-13.642	0.032	15.117	-0.001	0.012	0.002
Si	-10.932	2.773	15.132	0.013	-0.01	-0.006
Si	-13.63	5.48	15.127	-0.007	0.003	-0.006
Si	-10.906	-8.138	15.14	-0.002	0.014	-0.006
Si	-13.624	-5.404	15.12	0.014	0.003	-0.006
Si	-10.928	-2.685	15.15	-0.001	0.009	0.004
Si	-8.198	0.036	15.117	0.009	-0.005	-0.002
Si	-5.481	2.746	15.116	-0.015	-0.003	0.001
Si	-8.208	5.489	15.131	-0.005	-0.015	0.004
Si	-5.476	-8.106	15.103	0.017	-0.006	0.011
Si	-8.198	-5.438	15.126	0.001	-0.009	0.002
Si	-5.473	-2.705	15.081	-0.014	-0.004	-0.005
Si	-2.751	-0.011	15.06	-0.018	-0.003	0.005
Si	0.014	2.725	15.019	0.015	0.025	-0.006
Si	-2.738	5.468	15.079	0	-0.014	0.008
Si	-0.003	8.15	15.056	0.009	0.012	0.007
Si	-2.721	-5.443	15.062	0.011	0.013	0.002
Si	-0.022	-2.743	15.028	-0.006	-0.007	-0.011
Si	1.393	1.375	16.361	-0.027	0.004	0.003
Si	4.105	4.082	16.368	-0.011	-0.013	-0.009
Si	1.383	6.782	16.386	0.025	-0.028	0.001
Si	4.089	9.5	16.378	-0.017	0.02	-0.005
Si	1.342	-4.093	16.387	-0.018	0.022	-0.017
Si	4.089	-1.384	16.37	0.012	-0.007	0.002
Si	6.803	1.353	16.387	-0.004	0.012	0.014
Si	9.508	4.065	16.296	0.001	0.005	-0.004
Si	6.789	6.782	16.36	0.009	0.007	0.008
Si	9.505	9.486	16.326	-0.016	0.02	-0.001
Si	6.816	-4.124	16.353	0.018	-0.011	-0.002
Si	9.523	-1.379	16.339	0.004	-0.003	0.005
Si	12.26	1.344	16.263	0.001	0.01	0
Si	14.99	4.042	16.247	0.017	-0.025	0.002
Si	12.237	6.761	16.294	0.001	0.001	0.014
Si	14.995	9.517	16.237	-0.008	0	-0.002
Si	12.246	-4.096	16.295	0.01	-0.004	0.007
Si	14.996	-1.372	16.223	0.004	0.005	-0.003
Si	17.742	1.341	16.226	0.002	-0.01	0.001
Si	20.482	4.094	16.19	-0.02	0.008	0.011
Si	17.761	6.812	16.192	-0.017	0.013	-0.008
Si	20.489	-6.808	16.176	0.005	-0.019	-0.008
Si	17.75	-4.097	16.2	0.002	-0.011	-0.002
Si	20.458	-1.361	16.208	-0.027	0.022	0.002
Si	23.207	1.351	16.17	0.023	-0.032	-0.008
Si	25.873	4.071	16.178	0.006	-0.005	0.003
Si	23.196	-9.527	16.183	0.007	-0.011	0.001
Si	25.85	-6.803	16.164	-0.014	0.021	0.007
Si	23.17	-4.078	16.177	-0.01	0.015	0.001
Si	25.881	-1.368	16.178	0.015	-0.001	0.01
Si	28.589	1.392	16.163	-0.028	0.02	0.005
Si	31.276	4.055	16.156	-0.009	0.004	0.001
Si	28.533	-9.536	16.114	0.006	0.007	-0.006
Si	31.235	-6.801	16.128	-0.008	0.004	0.005
Si	28.563	-4.08	16.155	0.014	-0.005	0
Si	31.272	-1.328	16.15	0.003	-0.003	0.01
Si	33.994	1.377	16.189	0.005	-0.004	0.003
Si	-28.6	4.095	16.236	-0.02	0.006	-0.002
Si	33.955	-9.548	16.183	-0.02	0.008	-0.008
Si	-28.593	-6.824	16.208	-0.01	0.003	0.004
Si	33.977	-4.056	16.102	0.018	-0.014	-0.015
Si	-28.601	-1.335	16.158	-0.005	0.006	-0.015
Si	-25.868	1.397	16.239	-0.023	-0.019	0.003
Si	-23.151	4.091	16.317	0.007	-0.006	-0.007
Si	-25.895	-9.533	16.28	0.024	-0.014	-0.001
Si	-23.175	-6.809	16.335	0	-0.001	0.004
Si	-25.876	-4.083	16.236	-0.01	0.03	-0.011
Si	-23.136	-1.368	16.299	0.009	-0.021	0.007
Si	-20.413	1.379	16.385	-0.003	0.03	0.005
Si	-17.706	4.105	16.446	-0.001	-0.012	0.008
Si	-20.443	-9.507	16.395	-0.008	0.026	0.008
Si	-17.705	-6.797	16.433	-0.008	0.014	0.002
Si	-20.468	-4.098	16.357	0.007	-0.009	0
Si	-17.714	-1.336	16.433	0.009	0.008	0.003
Si	-14.989	1.413	16.468	0.002	-0.006	-0.009
Si	-12.27	4.147	16.518	-0.001	-0.003	-0.004
Si	-14.998	-9.488	16.494	0.015	-0.002	0.005
Si	-12.27	-6.769	16.492	0.009	-0.013	-0.004
Si	-14.997	-4.055	16.483	0.01	0.002	0.006
Si	-12.306	-1.326	16.504	0	0.016	0.011
Si	-9.566	1.41	16.468	-0.031	0.018	-0.006
Si	-6.847	4.122	16.471	-0.002	0.005	-0.001
Si	-9.559	-9.491	16.534	-0.003	-0.007	0
Si	-6.834	-6.773	16.505	-0.004	0.009	-0.006
Si	-9.563	-4.08	16.477	0.003	-0.016	-0.01
Si	-6.832	-1.344	16.445	0.001	0.006	0.004
Si	-4.109	1.347	16.423	0.013	-0.028	-0.004
Si	-1.334	4.092	16.368	0.007	0.001	-0.006
Si	-4.103	6.852	16.424	-0.008	0.003	-0.009
Si	-1.358	9.516	16.418	-0.001	-0.016	0.015
Si	-4.104	-4.089	16.401	-0.005	0.012	-0.021
Si	-1.386	-1.395	16.388	0.028	-0.006	-0.002
Si	0.022	-0.013	17.656	-0.019	-0.03	-0.008
Si	2.768	2.726	17.73	0.016	0.019	0.002
Si	0.018	5.437	17.743	0.002	0.003	0.006
Si	2.752	8.134	17.74	0.015	0.01	-0.004
Si	0.001	-5.442	17.769	0.05	0.039	0.009
Si	2.746	-2.762	17.721	-0.025	-0.013	-0.001
Si	5.436	-0.019	17.741	0.013	-0.009	0
Si	8.187	2.742	17.714	0.006	-0.018	0.008
Si	5.459	5.432	17.753	-0.009	-0.01	0.007
Si	8.16	8.133	17.717	0.019	-0.012	0.014
Si	5.496	10.818	17.734	-0.02	-0.008	-0.004
Si	8.179	-2.762	17.701	0.012	0.019	0.008
Si	10.912	0.005	17.644	-0.001	-0.003	0.005
Si	13.616	2.691	17.624	0.005	0.004	0.009
Si	10.86	5.399	17.667	-0.023	-0.012	0.007
Si	13.627	8.154	17.581	0.01	0.01	0
Si	10.855	10.877	17.651	0.005	0.001	-0.005
Si	13.648	-2.721	17.594	-0.002	0.004	-0.01
Si	16.369	-0.03	17.571	-0.016	-0.004	-0.008
Si	19.141	2.716	17.535	0.007	0.006	0.002
Si	16.4	5.433	17.513	0.014	0.014	-0.013
Si	19.149	8.157	17.544	-0.008	0.006	0
Si	16.389	10.876	17.56	-0.024	0.003	-0.002
Si	19.101	-2.738	17.561	0.015	0.011	0.008
Si	21.87	-0.011	17.531	0	0.031	-0.013
Si	24.544	2.699	17.563	-0.006	-0.001	0.003
Si	21.852	5.441	17.557	0.004	-0.007	0.001
Si	24.53	-8.166	17.566	0	0	0.005
Si	21.842	-5.459	17.547	-0.008	0.002	0.002
Si	24.52	-2.726	17.551	-0.005	-0.021	0.009
Si	27.233	0.033	17.51	0.023	-0.003	-0.002
Si	29.938	2.732	17.568	0.013	-0.008	0.002
Si	27.232	5.429	17.532	0	0	0.011
Si	29.856	-8.175	17.467	-0.002	0.018	-0.006
Si	27.207	-5.449	17.52	0.011	-0.005	-0.002
Si	29.898	-2.679	17.497	-0.017	-0.023	0.008
Si	32.626	0.018	17.537	-0.002	-0.005	0.006
Si	35.324	2.735	17.599	0.027	0.01	0.024
Si	32.603	5.395	17.547	0.018	-0.013	0.002
Si	35.304	-8.195	17.541	0.003	-0.01	-0.008
Si	32.597	-5.399	17.424	0.003	0.029	-0.014
Si	35.302	-2.697	17.48	-0.021	-0.007	-0.008
Si	-27.272	0.035	17.532	-0.013	-0.025	-0.002
Si	-24.539	2.745	17.654	0.027	0.026	-0.009
Si	-27.274	5.443	17.647	0.004	0	-0.006
Si	-24.572	-8.172	17.673	-0.025	-0.028	0.006
Si	-27.248	-5.453	17.571	0.025	0.005	-0.005
Si	-24.531	-2.729	17.616	0.001	-0.011	-0.002
Si	-21.794	-0.01	17.693	0.009	-0.006	-0.001
Si	-19.064	2.727	17.797	-0.004	-0.007	-0.011
Si	-21.826	5.439	17.729	-0.019	-0.036	-0.004
Si	-19.081	-8.158	17.781	0.034	-0.01	-0.011
Si	-21.835	-5.457	17.733	0	0.016	0.021
Si	-19.113	-2.742	17.718	-0.013	-0.002	-0.011
Si	-16.349	0.044	17.81	0.024	0.017	-0.002
Si	-13.66	2.797	17.855	0	0.001	-0.002
Si	-16.377	5.475	17.851	0.006	-0.004	-0.001
Si	-13.622	-8.127	17.863	0.006	0.013	-0.006
Si	-16.341	-5.457	17.826	0.026	-0.019	0.001
Si	-13.675	-2.681	17.885	-0.004	-0.016	-0.001
Si	-10.932	0.064	17.824	-0.025	-0.023	0.007
Si	-8.23	2.781	17.838	-0.001	-0.007	0.004
Si	-10.919	5.486	17.939	-0.005	0.003	0.013
Si	-8.194	-8.124	17.887	0.012	0.019	0.006
Si	-10.927	-5.408	17.875	0	-0.008	-0.01
Si	-8.174	-2.729	17.795	-0.005	0.005	0.004
Si	-5.471	-0.001	17.81	0.008	0.027	-0.003
Si	-2.685	2.719	17.685	-0.02	-0.008	-0.008
Si	-5.476	5.517	17.778	0.004	0.015	-0.02
Si	-2.73	8.183	17.788	-0.016	-0.013	0.003
Si	-5.431	-5.41	17.82	-0.011	0.006	0.007
Si	-2.763	-2.747	17.762	0	0.002	-0.005
O	3.293	-0.724	1.089	-0.174	-0.25	-0.28
O	0.797	-0.751	2.24	-0.172	0.456	-0.032
O	2.588	7.965	2.476	0.731	-0.001	0.396
O	5.473	-5.697	2.083	-0.255	0.166	0.117
O	5.391	2.721	2.836	-0.322	-0.164	-0.505
O	7.085	4.315	4.012	-0.498	-0.205	0.217
O	18.081	4.927	2.769	0.318	0.206	-0.038
O	25.288	7.243	1.463	0.028	0.041	0.041
O	-19.367	4.925	2.939	0.183	0.085	-0.107
O	-17.594	6.691	3.807	0.23	-0.146	-0.297
O	-15.51	3.657	3.032	-0.003	0.195	-0.046
O	-14.996	-6.526	2.032	-0.406	0.489	0.063
O	-9.475	-2.562	1.356	-0.099	-0.039	-0.22
O	-8.269	-0.585	2.564	-0.3	0.226	0.016
O	-9.006	6.833	1.877	-0.224	0.084	0.212
O	-6.7	7.785	2.927	-0.123	-0.48	0.049
O	-7.194	-3.989	3.854	-0.098	0.237	0.23
O	-3.507	5.181	2.682	-0.028	0.225	-0.24
O	-1.313	5.133	1.298	0.043	-0.578	-0.065
O	-1.088	7.333	2.815	-0.484	-0.233	-0.069
O	-4.481	-7.039	3.096	0.176	-0.165	-0.313
O	4.706	-7.707	4.228	-0.359	-0.056	-0.228
O	-15.691	0.737	23.167	-0.271	0.41	0.008
O	-8.552	1.766	22.803	-0.042	-0.035	0.156
O	30.829	7.942	24.277	0.085	0.273	0.306
O	-31.52	4.807	23.729	0.177	0.196	-0.177
O	-29.848	6.683	26.33	0.138	0.013	0.351
O	-30.285	8.05	24.15	0.247	0.023	0.006
O	-28.476	5.751	24.309	-0.241	0.388	-0.103
O	-25.325	-6.92	23.983	-0.188	-0.048	-0.283
O	-26.425	-5.341	25.76	0.027	0.143	0.089
O	-18.182	1.836	24.215	0.095	-0.67	0.019
O	-17.104	0.969	26.454	0.183	-0.099	0.59
O	-16.128	-1.019	25.08	0.533	-0.022	0.174
O	-14.602	-7.383	24.704	-0.34	-0.479	0.373
O	-13.565	-2.584	24.585	-0.345	0.356	0.526
O	-6.234	1.642	23.875	-0.1	0.232	0.396
O	-8.115	3.852	24.192	0.363	0.156	-0.025
O	-11.303	-3.926	24.074	0.343	0.324	-0.148
O	1.519	-1.681	25.667	-0.225	0.131	0.184
O	5.659	7.975	-3.285	-0.3	0.145	0.407
O	3.89	1.444	25.505	-0.383	0.244	0.324
O	0.997	6.553	26.741	0.01	0.373	0.202
O	6.439	-5.906	-3.197	-0.521	-0.06	0.205
O	1.231	-6.176	25.869	-0.016	-0.205	0.31
O	0.951	-4.611	27.986	0.051	-0.016	0.146
O	3.248	-3.739	25.717	-0.186	-0.168	0.398
O	7.344	-0.372	25.57	0.163	0.398	-0.19
O	6.298	-2.761	25.435	-0.192	-0.441	-0.047
O	8.581	3.071	27.462	0.171	0.4	0.222
O	14.166	6.889	1.504	-0.561	0.413	-0.174
O	6.854	-1.666	27.781	0.298	0.013	0.559
O	6.395	3.487	26.043	-0.368	-0.046	0.186
O	8.29	-7.903	-3.285	0.095	0.242	0.403
O	11.041	7.695	25.798	-0.258	0.338	0.301
O	12.163	-6.935	-0.528	-0.11	-0.133	-0.535
O	10.611	-3.097	24.81	-0.215	-0.021	0.366
O	10.587	1.588	28.428	-0.139	0.095	0.412
O	19.73	-6.362	-2.493	0.205	0.475	-0.426
O	14.501	-0.507	25.701	-0.287	-0.413	-0.216
O	11.219	2.87	24.759	0.066	-0.083	0.328
O	13.129	4.791	25.356	0.284	-0.251	0.358
O	15.378	-4.556	25.7	-0.179	0.322	0.594
O	12.705	0.856	27.008	-0.184	0.542	-0.226
O	19.2	-0.015	24.615	0.366	-0.32	0.42
O	19.684	-6.38	25.506	-0.295	-0.277	-0.508
O	19.106	3.346	-3.857	0.082	-0.146	-0.174
O	24.183	-2.708	-3.853	-0.397	-0.12	0.079
O	17.569	4.323	25.592	0.433	-0.037	0.065
O	20.489	7.333	25.728	-0.437	-0.294	0.354
O	16.879	-6.778	25.74	0.061	-0.343	0.316
O	19.999	-4.683	27.486	-0.374	-0.045	0.27
O	23.264	-1.087	25.667	-0.068	0.204	0.167
O	31.683	-7.836	-4.137	-0.409	-0.246	0.085
O	18.826	1.92	26.956	0.043	-0.187	-0.369
O	26.602	2.971	-1.093	0.272	-0.11	-0.19
O	26.867	-7.662	26.18	-0.543	0.137	0.097
O	27.29	-2.767	24.8	-0.38	-0.145	0.504
O	31.972	1.713	-2.466	0.154	0.14	0.284
O	29.679	0.074	27.98	0.182	-0.365	0.069
O	27.252	2.568	24.974	0.027	-0.237	0.678
O	30.8	5.655	25.588	0.311	-0.219	0.005
O	-32.343	7.257	25.659	-0.084	0.163	0.321
O	32.267	-3.165	27.85	0.492	-0.167	0.501
O	-29.861	-0.396	24.926	-0.017	-0.101	0.212
O	-24.04	2.097	-1.392	0.171	0.392	0.338
O	-26.368	2.809	27.138	0.145	-0.129	0.134
O	31.63	-3.893	25.456	0.151	-0.248	0.221
O	-27.799	4.972	26.705	-0.09	0.257	0.484
O	-27.34	-2.93	25.099	-0.301	0.417	-0.037
O	-30.696	-7.071	26.341	-0.469	0.22	0.133
O	-30.602	-5.806	-2.688	-0.114	-0.369	-0.251
O	-26.251	-3.388	-2.812	-0.442	-0.382	0.205
O	-25.65	-2.328	27.584	-0.06	-0.657	-0.117
O	-20.513	3.224	-1.559	-0.34	0.145	0.005
O	-23.416	6.426	25.868	0.199	0.383	0.131
O	-22.645	4.925	27.847	-0.24	-0.202	0.239
O	-25.228	5.176	27.413	-0.394	0.223	0.325
O	-23.933	7.306	28.231	0.302	-0.105	0.573
O	-23.329	-6.491	28.637	0.584	-0.097	-0.131
O	-22.21	-2.849	24.789	-0.24	-0.224	0.54
O	-13.849	5.957	-0.437	0.381	0.133	-0.136
O	-18.403	3.301	26.363	-0.234	0.074	0.808
O	-17.909	7.877	25.972	0.271	0.147	0.245
O	-25.811	-7.093	28.549	-0.123	0.372	0.155
O	-21.18	-0.723	25.743	0.738	0.29	0.237
O	-15.897	-0.979	27.807	0.025	0.146	0.186
O	-12.797	1.564	-0.533	-0.277	0.712	0.048
O	-12.165	1.444	25.941	-0.661	0.166	0.177
O	-14.95	0.311	-1.325	-0.024	0.006	0.689
O	-11.347	7.866	25.67	-0.022	-0.165	-0.132
O	-19.231	5.674	25.52	-0.334	-0.084	0.45
O	-13.36	-5.166	24.836	0.381	-0.19	-0.386
O	-4.912	6.369	-0.311	0.415	-0.252	0.348
O	-7.889	2.527	26.395	0.144	-0.058	-0.429
O	-12.042	-3.392	26.537	-0.128	-0.307	0.41
O	-10.534	2.771	24.52	0.399	-0.026	0.05
O	-9.49	4.606	26.184	-0.603	0.299	0.435
O	-4.405	-7.383	-0.344	-0.168	-0.186	0.106
O	-4.989	6.814	27.169	0.338	-0.461	0.242
O	-13.444	4.458	27.909	0.165	-0.38	0.062
O	-8.072	-5.197	25.222	0.133	0.037	0.554
O	8.331	7.715	26.999	0.402	0.012	0.107
O	-5.563	-1.248	27.655	-0.237	-0.202	0.426
O	-4.192	-1.574	25.572	0.305	-0.278	0.018
O	30.111	-6.366	-2.769	0.272	-0.399	0.406
O	-0.469	7.884	-2.248	-0.022	-0.416	-0.074
O	-3.812	3.539	25.88	-0.298	0.13	0.35
O	-1.951	-3.974	-3.403	-0.217	-0.139	-0.228
O	-5.153	-4.548	-3.337	0.208	0.029	-0.06
O	0.829	4.216	25.637	-0.259	-0.625	0.298
O	2.742	0.494	27.489	-0.241	-0.081	-0.19
O	25.47	1.723	0.99	-0.237	-0.174	-0.082
O	9.972	3.743	-3.474	0.082	-0.291	-0.365
O	-10.417	0.506	-0.782	0.271	-0.394	0.181
O	-18.452	-1.064	-0.081	-0.542	-0.252	0.341
O	4.944	-3.435	27.648	-0.5	0.208	0.027
O	-12.431	-5.063	-1.555	-0.164	0.095	-0.041
O	9.711	1.193	25.973	0.176	-0.558	0.196
O	10.189	7.942	0.483	0.034	-0.281	-0.537
O	8.404	5.829	-3.067	-0.229	0.315	0.046
O	0.827	6.579	1.137	-0.015	-0.004	-0.634
O	6.172	3.37	28.657	-0.225	-0.353	-0.202
O	14.614	-7.556	-0.327	0.571	0.11	0.096
O	7.541	-6.598	28.246	0.664	-0.192	0.371
O	7.796	-2.244	1.82	-0.103	-0.055	-0.158
O	15.268	8.117	-3.408	-0.074	-0.204	0
O	-29.031	-3.906	-3.527	0.198	0.155	-0.524
O	16.99	-0.926	25.462	-0.159	-0.5	0.447
O	12.518	3.844	1.636	0.036	0.115	-0.258
O	-17.703	-3.732	27.974	0.195	0.129	0.074
O	-13.156	5.921	25.757	-0.214	-0.141	-0.254
O	20.938	3.814	1.115	-0.416	0.347	0.224
O	18.512	-4.519	0.234	0.173	-0.033	-0.347
O	16.356	-0.519	-1.56	0.273	-0.085	0.142
O	-32.489	6.416	-1.015	-0.205	0.56	-0.012
O	26.529	-4.501	-0.092	0.076	0.126	-0.474
O	16.173	3.921	1.191	-0.407	0.365	-0.143
O	20.34	1.797	-0.487	-0.242	-0.582	-0.177
O	20.99	1.66	25.464	0.632	0.283	0.055
O	9.643	2.443	0.477	-0.267	0.066	-0.008
O	24.063	-4.668	-2.068	0.428	-0.139	0.711
O	-28.45	6.49	0.924	0.039	0.262	-0.183
O	22.395	-5.645	-3.763	0.092	-0.503	-0.228
O	-18.921	7.558	-2.23	-0.191	0.404	-0.374
O	24.148	-1.236	-1.207	0.821	-0.055	-0.143
O	4.936	0.681	-3.404	0.015	-0.395	0.365
O	23.697	0.529	27.654	-0.038	0.016	0.404
O	23.841	-5.846	27.144	0.18	0.261	-0.664
O	26.349	-3.286	-2.533	-0.182	0.237	0.336
O	-19.45	1.478	0.084	-0.301	-0.314	0.198
O	-5.856	5.494	-3.379	0.216	-0.151	-0.238
O	-11.17	1.525	1.586	0.753	0.285	-0.221
O	14.036	-1.702	-1.881	-0.126	-0.185	0.105
O	28.327	-2.021	-3.753	0.679	-0.156	0.085
O	22.182	-6.671	-1.439	0.396	-0.126	0.421
O	27.834	-5.65	27.526	0.169	-0.306	0.424
O	-30.136	4.119	25.757	0.025	-0.405	0.222
O	18.246	6.684	0.084	-0.369	0.168	0.314
O	-32.443	-5.019	-1.009	-0.352	-0.269	-0.074
O	4.612	1.307	0.183	0.107	0.32	0.1
O	-25.105	-3.112	-0.466	-0.274	0.063	0.035
O	-16.108	0.361	-3.681	0.595	0.184	-0.057
O	29.655	-3.742	27.602	0.167	0.437	-0.669
O	21.491	-7.005	27.144	-0.302	0.045	0.193
O	3.602	-2.901	-1.633	-0.091	-0.294	-0.043
O	-23.796	-0.629	26.504	0.133	0.054	-0.209
O	32.438	4.027	-0.053	0.003	-0.292	-0.588
O	-25.241	6.337	-2.708	-0.196	0.56	-0.21
O	-11.992	-4.839	-4.16	-0.054	0.47	-0.308
O	23.279	4.029	25.952	0.053	-0.279	0.106
O	-31.421	-3.303	-2.746	-0.376	0.278	-0.049
O	-11.237	1.721	-3.089	-0.632	-0.222	0.285
O	25.462	-1.297	27.093	0.452	-0.137	0.04
O	-30.706	-3.955	0.76	-0.307	0.18	0.073
O	2.261	2.713	0.042	-0.043	0.3	0.31
O	13.001	6.739	-0.934	-0.48	-0.502	0.207
O	-22.72	0.849	-3.318	-0.398	-0.183	-0.318
O	-31.209	1.87	0.287	0.131	0.301	-0.345
O	-18.505	3.734	-3.277	0.335	-0.031	0.492
O	20.007	-7.606	-0.192	-0.213	0.555	0.257
O	-21.094	-7.647	-1.263	0.271	0.546	0.076
O	13.613	-1.441	27.997	0.019	-0.595	-0.038
O	2.481	1.616	-3.688	-0.149	0.222	-0.526
O	15.67	-2.858	-0.314	0.236	0.191	0.194
O	-17.215	-4.344	1.44	0.555	0.068	0.048
O	-1.732	-1.359	1.736	-0.375	-0.242	-0.136
O	23.528	-7.076	1.269	-0.2	0.042	-0.157
O	-17.77	6.279	28.341	0.162	-0.481	-0.452
O	-21.633	-1.737	28.468	-0.632	0.014	-0.305
O	-3.197	-5.664	1.071	0.47	0.203	-0.05
O	-23.342	7.561	1.515	0.09	0.113	-0.234
O	-12.264	6.669	-2.448	0.093	-0.024	-0.153
O	-2.703	-5.804	-1.584	-0.33	-0.491	-0.155
O	-0.282	-5.868	-2.675	0.195	0.131	-0.502
O	-29.449	0.047	-0.287	0.463	0.207	0.249
O	-20.079	-6.836	25.965	-0.528	0.126	0.32
O	28.909	3.843	0.905	0.086	-0.458	-0.04
O	18.133	-2.103	1.526	0.05	0.136	-0.255
O	-5.135	-4.61	2.348	-0.416	-0.04	-0.651
O	-5.165	3.47	-1.827	0.093	-0.315	-0.343
O	-22.869	0.67	1.568	0.233	-0.174	-0.072
O	-31.688	-6.346	1.19	-0.21	-0.402	-0.179
O	-18.304	3.865	-0.372	0.312	-0.095	0.153
O	17.401	-6.402	-1.258	-0.49	-0.223	-0.09
O	-30.96	0.732	-3.551	0.286	0.646	0.454
O	22.754	2.851	-0.412	0.421	-0.085	-0.161
O	-5.107	-0.684	0.001	0.447	-0.467	0.043
O	-24.131	-2.464	-3.936	0.6	0.13	0.507
O	17.015	3.517	27.982	0.062	-0.044	0.321
O	-6.946	4.931	26.979	0.315	-0.296	-0.077
O	-21.611	-5.52	2.286	0.033	0.002	-0.265
O	21.151	1.192	28.051	-0.24	-0.3	0.27
O	-8.545	-6.46	-3.856	0.241	0.024	-0.239
O	-5.36	-6.935	27.523	-0.173	0.31	-0.357
O	-1.202	5.467	-1.646	0.315	-0.082	0.042
O	16.113	-5.198	0.802	-0.005	-0.142	0.551
O	-20.43	5.993	28.611	-0.06	0.118	0.08
O	17.437	4.402	-0.982	0.13	-0.247	-0.654
O	8.427	3.796	-1.361	-0.704	-0.354	-0.003
O	-0.669	-4.252	25.901	-0.555	-0.012	0.493
O	-24.025	-4.737	-2.193	0.467	0.09	0.047
O	2.056	-3.399	-3.611	-0.113	-0.794	-0.006
O	-8.758	3.796	28.554	0.06	0.093	0.122
O	22.267	-4.6	28.838	0.087	0.444	0.054
O	2.458	-0.856	-2.909	0.405	0.074	-0.021
O	-26.279	-5.455	-1.187	-0.045	-0.124	0.448
O	-16.397	-5.596	-0.66	0.097	0.149	0.229
O	31.96	-4.277	1.285	-0.244	-0.252	-0.195
O	3.319	6.434	0.43	-0.164	0.319	-0.234
O	-13.842	-5.787	28.295	-0.16	-0.353	0.405
O	11.894	-1.573	1.377	0.262	-0.136	-0.094
O	9.672	-1.353	-3.954	-0.051	-0.153	0.567
O	6.13	-3.324	-2.259	0.143	0.482	-0.166
O	24.794	1.281	-1.583	-0.117	0.232	-0.29
O	17.485	6.172	27.511	0.034	0.099	-0.239
O	-13.967	-2.124	-3.579	-0.62	-0.379	0.014
O	7.421	5.374	27.559	-0.394	0.283	0.387
O	-7.462	7.257	27.997	0.041	-0.205	0.17
O	-8.31	-3.908	-4.254	0.21	0.057	-0.494
O	12.71	7.839	-3.338	-0.21	-0.084	-0.425
O	-19.009	-2.707	2.314	-0.354	0.069	-0.19
O	-23.685	-7.71	-0.9	0.022	0.382	-0.216
O	7.739	6.923	0.749	-0.285	0.218	-0.437
O	-0.81	-6.437	27.413	0.254	-0.267	-0.146
O	-26.538	4.093	1.511	-0.262	0.634	-0.455
O	-22.876	-1.754	0.359	-0.038	-0.359	-0.094
O	4.686	6.033	-1.731	0.028	-0.123	-0.023
O	-28.194	1.992	1.372	-0.227	0.102	-0.18
O	-16.421	-7.918	-1.954	-0.024	-0.194	0.183
O	-1.688	-1.407	-4.192	-0.424	0.289	0.539
O	10.108	-0.213	-0.108	-0.552	0.178	-0.443
O	10.008	-5.767	-0.05	0.088	0.292	-0.444
O	16.508	1.915	-0.516	-0.195	-0.202	0.34
O	11.09	3.741	-1.174	0.531	0.122	0.172
O	21.694	-5.298	2.091	0.037	0.042	-0.373
O	15.643	6.319	-0.518	0.035	-0.316	-0.192
O	4.043	2.668	-1.931	-0.101	0.207	-0.328
O	12.254	-1.126	-3.598	0.482	0.044	-0.321
O	19.972	-2.474	-0.328	-0.101	0.299	-0.112
O	1.193	0.895	-1.395	-0.246	-0.54	0.236
O	-18.146	-1.578	26.566	-0.575	0.125	0.058
O	-4.432	-3.575	27.256	0.142	-0.306	-0.401
O	17.352	1.603	-2.925	0.523	-0.321	-0.009
O	22.292	0.535	-1.63	-0.273	-0.31	-0.057
O	-9.969	-4.784	-2.41	0.048	-0.358	0.388
O	24.048	7.539	-0.721	-0.399	0.179	-0.625
O	27.982	5.087	-1.254	0.062	0.664	-0.039
O	-6.427	-3.067	25.776	-0.155	0.181	0.213
O	9.875	5.946	28.367	0.48	0.149	-0.067
O	-10.241	-5.038	1.988	-0.088	-0.119	-0.41
O	18.015	-4.391	25.825	-0.27	0.433	-0.22
O	-20.724	-0.812	1.413	0.012	0.421	-0.449
O	-13.587	-2.284	-0.835	-0.638	0.061	-0.061
O	1.379	-7.574	-3.839	-0.21	0.403	-0.067
O	29.743	4.493	27.587	0.617	0.051	0.114
O	24.035	-3.311	0.372	-0.099	-0.366	0.125
O	31.779	1.925	1.469	-0.59	0.03	-0.189
O	6.935	4.526	1.462	-0.019	-0.111	-0.318
O	-14.121	4.847	-2.836	0.096	0.278	-0.455
O	-18.144	-3.593	-0.924	0.014	-0.248	-0.294
O	15.276	5.07	26.75	-0.564	-0.105	0.444
O	-21.982	-4.34	28.641	0.163	-0.292	-0.384
O	-7.712	-1.122	-0.087	-0.244	0.269	-0.239
O	28.175	-6.334	-1.015	0.23	-0.317	-0.001
O	25.411	-5.062	-4.249	-0.294	-0.22	-0.533
O	28.4	-0.759	1.28	0.304	0.297	0.112
O	29.654	1.857	-3.757	-0.578	-0.054	0.306
O	-25.308	6.809	-0.046	0.126	-0.523	0.39
O	28.902	-0.8	25.61	-0.343	0.312	0.532
O	5.746	6.73	2.509	-0.277	-0.398	-0.047
O	-15.975	3.419	-1.591	0.256	-0.264	0.374
O	26.559	6.792	28.04	-0.604	-0.042	0.219
O	23.581	7.836	27.411	0.64	-0.32	-0.118
O	-17.44	-7.424	1.63	0.078	0.064	0.031
O	2.537	-2.487	2.849	-0.287	-0.199	0.36
O	-28.928	-4.722	-0.971	0.33	-0.134	0.106
O	-20.846	6.046	-1.153	0.155	-0.359	0.493
O	26.225	-5.108	25.513	-0.606	-0.069	0.376
O	-26.13	1.172	-2.719	-0.418	0.168	-0.463
O	16.277	-0.042	2.205	-0.142	-0.123	-0.178
O	14.385	1.834	1.657	0.368	-0.122	-0.09
O	5.302	-1.281	-0.57	0.602	0.005	-0.106
O	0.82	-0.519	29.045	-0.173	0.033	-0.211
O	31.229	-5.328	28.922	0.24	-0.156	-0.566
O	-9.787	1.038	27.3	-0.092	0.022	0.502
O	27.204	5.517	2.074	0.085	0.014	-0.468
O	12.127	5.306	-2.973	0.308	0.084	-0.358
O	-27.061	-0.721	-1.105	-0.085	0.311	0.216
O	16.669	-5.32	27.925	0.163	0.555	0.376
O	13.802	-6.248	-2.492	-0.076	0.431	-0.475
O	-21.854	0.763	27.688	0.278	0.651	0.195
O	5.524	0.556	27.3	-0.149	0.627	0.449
O	-0.168	1.979	0.704	-0.054	0.086	0.023
O	1.135	-6.53	1.302	-0.647	0.166	-0.095
O	1.621	-7.1	-1.252	0.141	-0.389	-0.089
O	-21.822	5.516	2.166	-0.027	-0.122	-0.584
O	-6.038	-2.622	-1.6	-0.041	0.011	0.012
O	-23.57	-3.976	1.438	-0.007	-0.239	-0.276
O	18.949	-7.919	27.519	-0.002	0.341	0.072
O	-27.997	1.411	28.662	-0.438	0.073	-0.014
O	-15.971	3.584	-4.187	0.397	0.17	-0.349
O	-24.398	-0.412	-1.599	0.201	-0.344	0.402
O	-2.307	2.908	2.1	-0.41	-0.221	0.364
O	-3.625	4.146	0.244	-0.524	0.316	0.035
O	2.477	-2.454	27.884	-0.066	0.275	0.257
O	-20.699	-0.483	-4.271	-0.422	-0.154	-0.062
O	20.889	3.635	27.109	-0.392	0.529	0.008
O	-1.444	7.44	0.144	-0.407	0.354	0.031
O	-8.255	-0.075	25.546	0.199	0.415	-0.142
O	24.534	-3.5	28.163	-0.257	0.032	-0.457
O	16.524	4.042	-3.863	-0.397	0.122	0.38
O	-1.027	-3.951	-0.991	-0.557	0.147	0.124
O	-12.653	-6.032	0.867	0.428	0.317	0.006
O	-12.135	1.355	28.432	0.009	0.716	-0.075
O	-8.448	-6.96	1.669	0.243	-0.099	-0.466
O	-9.857	4.841	-2.93	-0.052	0.576	-0.221
O	-4.576	1.294	27.174	-0.057	0.073	-0.191
O	-9.694	-7.893	27.593	0.221	-0.2	0.108
O	22.738	-1.114	1.052	-0.2	0.196	-0.434
O	-12.178	-0.684	0.738	0.441	-0.03	0.336
O	5.486	5.549	-4.143	-0.092	0.124	-0.501
O	25.244	0.772	25.532	0.128	-0.001	0.335
O	-11.54	-6.174	27.053	0.164	0.174	-0.388
O	28.156	-1.892	-1.139	0.336	0.259	0.244
O	-18.882	-5.938	0.088	-0.331	0.333	-0.303
O	-23.152	4.781	-2.283	0.108	-0.417	0.333
O	-10.024	5.587	-0.39	0.157	0.164	0.02
O	3.539	-5.943	0.317	0.178	-0.318	-0.294
O	-3.059	-5.425	28.277	0.214	0.2	-0.397
O	-31.579	4.78	-2.989	0.348	-0.71	0.431
O	-9.76	2.927	-1.253	0.496	-0.015	0.51
O	2.551	5.298	2.682	0.358	-0.205	-0.233
O	-3.969	1.612	-0.401	0.331	-0.247	-0.217
O	-31.928	-0.151	-1.297	-0.484	-0.147	0.025
O	-2.519	3.162	-1.897	-0.035	-0.285	-0.138
O	-20.881	4.866	-3.517	-0.095	0.14	-0.607
O	23.865	-0.12	-3.596	-0.062	0.3	-0.363
O	27.014	0.37	-0.591	0.275	0.009	-0.184
O	18.364	-2.669	-4.368	-0.17	0.117	-0.132
O	13.84	-4.894	-0.28	-0.683	0.336	-0.145
O	-7.366	-4.886	-2.013	-0.201	-0.073	0.284
O	-24.509	-7.199	26.374	0.377	-0.639	-0.093
O	-20.088	-3.327	27.091	-0.307	-0.048	-0.243
O	7.938	-4.978	-1.353	0.146	-0.183	-0.19
O	22.713	5.737	-2.012	0.152	-0.029	-0.779
O	-7.851	-1.348	-3.988	-0.06	-0.246	0.172
O	20.844	7.578	-2.414	0.147	0.163	-0.631
O	26.619	4.44	-3.378	-0.076	-0.243	-0.052
O	20.621	-2.227	-2.911	0.205	0.392	0.072
O	3.081	8.014	27.344	-0.489	0.387	-0.314
O	8.138	0.574	27.92	0.002	-0.039	0.678
O	17.861	-6.949	1.278	0.202	-0.192	-0.117
O	-17.483	0.865	-1.485	-0.418	0.682	-0.302
O	27.712	-6.06	-3.636	-0.139	-0.084	0.178
O	7.985	2.372	2.526	-0.3	-0.234	-0.664
O	-29.947	6.074	-1.306	0.022	0.017	0.017
O	-14.391	-1.776	1.608	-0.359	-0.367	-0.315
O	29.935	3.264	-1.571	-0.386	-0.456	-0.077
O	7.729	-6.27	1.042	0.125	-0.403	-0.309
O	-26.566	2.692	-0.667	-0.256	0.002	0.203
O	28.36	6.414	26.236	0.326	0.183	-0.213
O	-27.03	-0.088	2.337	0.195	0.078	-0.577
O	11.533	-2.024	-1.171	0.058	-0.581	-0.328
O	-26.769	-8.073	-1.595	-0.072	-0.016	0.443
O	-6.81	-2.661	1.689	0.191	0.196	-0.609
O	10.501	7.194	-2.202	-0.147	0.369	0.236
O	-11.395	6.026	1.88	-0.039	-0.076	-0.287
O	9.862	0.539	2.258	0.261	-0.448	0.115
O	-28.754	4.068	0.003	-0.303	-0.035	-0.11
O	-28.245	1.385	25.956	-0.213	0.083	0.006
O	23.063	2.948	28.381	0.408	0.201	0.362
O	-13.023	3.212	2.294	-0.237	-0.082	-0.24
O	-30.148	-5.534	28.274	-0.59	0.493	-0.206
O	16.625	-7.844	28.691	-0.378	-0.182	0.108
O	20.163	4.992	-2.147	-0.334	0.025	0.342
O	-7.126	0.679	27.916	-0.128	0.062	0.455
O	1.009	-2.315	-1.394	-0.421	0.635	0
O	-31.488	-0.717	1.152	-0.13	-0.457	-0.336
O	31.309	-1.35	26.327	0.088	0.13	-0.132
O	-15.332	7.282	1.27	0.134	0.048	-0.019
O	-7.088	5.134	-1.086	-0.623	-0.155	-0.04
O	-22.719	-6.739	-3.158	0.358	0.179	-0.383
O	-19.413	-8.014	28.189	-0.501	0.211	0.242
O	-29.078	-4.843	25.894	-0.352	0.423	0.126
O	-2.176	1.435	25.984	0.473	0.018	0.602
O	-14.605	-3.244	28.115	0.036	0.138	0.069
O	-12.96	-8.067	2.427	-0.404	-0.071	-0.378
O	9.731	5.239	0.349	0.464	-0.144	0.283
O	-7.547	3.482	-3.062	0.225	-0.184	0.003
O	26.205	-1.948	0.602	-0.133	0.222	0.185
O	30.011	-2.653	2.061	0.141	-0.18	-0.531
O	12.494	2.67	-3.043	0.161	0.123	-0.835
O	21.383	4.734	-4.355	0.203	-0.053	0.036
O	-3.042	7.3	-1.927	-0.026	-0.236	-0.824
O	12.89	2.915	28.578	0.148	0.107	-0.382
O	-6.445	-0.104	-2.22	0.222	0.092	-0.144
O	13.447	7.029	26.681	0.186	-0.205	0.275
O	-15.253	-5.659	-2.937	0.088	0.417	-0.043
O	-27.359	5.741	-1.34	0.123	-0.34	-0.297
O	-19.211	-1.727	-2.507	-0.334	0.119	0.07
O	-22.386	7.108	-2.885	-0.276	0.095	-0.52
O	-17.157	7.139	-4.147	0.174	-0.467	-0.153
O	32.288	-5.27	-3.633	0.112	0.348	-0.254
O	5.851	-0.394	1.812	0.059	0.538	0.171
O	-29.937	-8.13	2.04	-0.246	0.256	-0.316
O	-11.572	-7.507	-1.105	0.463	0.101	0.199
O	9.336	5.747	25.742	-0.369	-0.734	-0.142
O	21.482	-4.274	-1.62	-0.185	-0.318	0.331
O	-11.582	-0.83	27.021	-0.777	-0.113	0.067
O	-31.376	7.346	-3.242	0.636	0.24	-0.097
O	27.12	-3.113	27.807	0.072	0.337	-0.746
O	-9.198	4.256	1.563	-0.346	-0.326	-0.071
O	-12	4.306	-1.413	-0.068	-0.287	0.428
O	-25.095	-1.765	1.68	-0.2	0.158	-0.252
O	-14.166	-7.005	-1.021	-0.083	-0.431	0.123
O	13.527	2.725	-0.604	0.248	0.386	-0.145
O	16.188	-2.791	-2.914	-0.003	0.163	0.088
O	-5.588	1.333	1.664	-0.194	0.205	-0.072
O	4.315	-5.983	27.594	-0.505	0.107	-0.572
O	-19.352	7.697	0.374	0.03	-0.714	0.229
O	17.73	-7.496	-3.724	0.439	0.182	-0.312
O	-17.053	5.796	-1.867	0.222	0.032	-0.085
O	0.194	0.327	-3.712	-0.464	0.2	0.095
O	-12.077	-3.196	1.187	-0.33	-0.473	-0.056
O	-7.49	7.489	-4.108	-0.189	0.006	-0.001
O	23.306	5.263	0.439	0.282	0.352	0.527
O	-11.663	-2.758	-2.529	0.316	0.369	0.117
O	-6.623	5.09	1.467	0.664	0.131	0.344
O	0.194	-3.006	1.07	0.155	-0.396	0.069
O	-26.217	0.196	27.141	0.063	0.212	0.09
O	-25.363	-7.101	1.167	0.183	0.111	-0.162
O	-24.449	2.636	2.28	-0.071	0.103	-0.349
O	3.269	6.926	-3.749	-0.329	-0.212	0.391
O	12.089	-1.45	25.914	-0.163	-0.107	0.52
O	-29.301	-1.719	-2.149	-0.176	0.187	-0.072
O	20.9	6.337	-0.122	0.202	-0.195	0.471
O	-5.556	7.893	-2.406	-0.014	0.331	-0.022
O	4.465	4.051	0.139	0.049	-0.131	0.253
O	4.048	-1.211	26.078	0.435	-0.129	-0.053
O	32.142	-0.67	-3.638	-0.222	-0.716	0.438
O	-10.695	-2.699	28.696	0.174	0.298	0.197
O	-16.674	-1.596	-1.926	0.635	-0.428	-0.395
O	-12.716	-0.27	-2.387	0.644	0.097	-0.453
O	-17.835	-6.204	27.258	0.276	0.097	-0.418
O	-25.404	-6.699	-3.334	0.083	-0.498	-0.566
O	3.058	5.456	28.019	0.218	-0.281	-0.011
O	-20.517	2.194	-3.909	0.522	0.069	-0.029
O	-7.114	7.445	0.321	0.019	0.346	-0.54
O	-14.012	2.202	-2.858	0.457	0.16	-0.632
O	-16.193	5.013	0.455	-0.32	0.092	0.587
O	-32.432	2.651	25.027	0.087	-0.091	0.236
O	16.24	1.177	26.958	-0.281	-0.129	0.134
O	17.651	-4.925	-3.384	0.018	-0.064	0.034
O	30.806	1.107	25.803	-0.419	0.237	0.477
O	11.963	1.36	1.007	-0.043	-0.593	0.319
O	25.292	5.275	-1.312	-0.104	0.296	0.111
O	1.478	-4.634	-0.479	0.489	0.004	-0.083
O	-2.906	-7.971	27.628	0.477	-0.512	-0.056
O	-25.472	3.728	-2.881	-0.466	0.119	-0.287
O	21.406	2.717	-2.728	0.422	-0.082	-0.348
O	7.187	3.551	-3.565	0.12	-0.417	0.409
O	5.281	-3.89	0.119	0.172	-0.088	-0.031
O	-1.141	4.062	-3.869	0.284	0.044	-0.095
O	22.477	5.513	27.954	-0.362	-0.167	0.158
O	-28.02	-6.273	-2.958	-0.32	-0.525	-0.602
O	8.137	-4.056	-3.856	0.429	0.311	0.247
O	-9.85	7.784	-2.898	0.352	-0.446	0.432
O	28.853	-4.116	-2.281	0.412	0.222	0.026
O	-9.683	-2.228	26.137	0.174	-0.191	0.037
O	-12.032	-7.406	-3.697	0.092	-0.087	-0.108
O	-2.639	2.895	28.14	-0.336	-0.106	0.413
O	5.705	-8.158	27.268	-0.145	-0.43	-0.117
O	-0.876	4.806	27.553	-0.157	0.081	0.344
O	-17.178	0.915	1.181	0.184	0.259	-0.182
O	28.532	2.389	28.576	-0.376	0.01	-0.301
O	12.865	-6.816	25.754	-0.03	0.462	0.366
O	-8.77	0.866	-2.804	0.113	-0.14	0.268
O	-28.159	-6.894	27.055	0.234	-0.432	-0.499
O	-15.373	-5.137	26.31	-0.27	0.255	-0.172
O	8.587	-5.191	24.96	-0.091	0.147	0.548
O	-21.991	0.357	-0.814	0.336	0.174	-0.326
O	-20.555	3.589	1.028	-0.078	0.031	-0.287
O	-31.605	-2.251	25.677	0.349	-0.117	0.311
O	18.474	2.792	0.958	-0.063	0.001	0.017
O	31.375	3.842	-3.8	-0.549	0.42	-0.348
O	-5.011	-4.852	-0.743	0.03	0.317	0.361
O	30.371	5.598	-0.425	-0.38	0.548	-0.243
O	-15.36	6.135	27.284	-0.133	0.19	-0.111
O	7.024	-0.798	-4.036	-0.033	-0.252	0.56
O	-13.47	-0.831	28.796	0.558	-0.252	-0.201
O	12.282	-7.544	28.148	-0.344	-0.015	0.154
O	14.795	1.422	-2.496	-0.018	0.306	-0.645
O	17.345	6.661	-2.388	0.189	-0.034	-0.245
O	7.412	-4.165	27.467	0.293	-0.069	-0.186
O	-28.582	-2.404	0.271	0.056	0.332	0.613
O	-7.668	-6.498	28.635	-0.312	0.592	-0.14
O	-27.785	7.59	28.671	0.081	-0.368	-0.342
O	0.121	3.254	-1.6	0	0.187	-0.002
O	12.548	0.451	-1.572	-0.528	0.019	0.188
O	25.848	-6.993	-0.003	-0.242	0.206	-0.24
O	-23.931	-4.912	25.288	0.272	-0.055	0.167

Results
total energy: -391695.071 eV
total energy less fixed offsets of O -438.25, Si -107.07 eV per atom: 17.229 eV
